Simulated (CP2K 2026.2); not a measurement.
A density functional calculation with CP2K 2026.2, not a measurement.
Periodic cell of 1996 atoms, Si1440O556, from a study of silicon, its oxide and their interface. The atomic structure is a simulated model.
Doubt: the forces sum to 1.64 eV/angstrom along one axis rather than to zero, so they err by at least 0.0008 eV/angstrom per atom on average; the grid cutoff is modest.

Settings: functional PBE; method Gaussian and plane waves; basis set DZVP-MOLOPT-SR-GTH; pseudopotentials GTH-PBE; grid cutoff 350 Ry, relative cutoff 50 Ry; k points Gamma only; occupations fixed; spin none; net charge 0.

Cell vectors (angstrom)
a	65.28	0	0
b	0	16.32	0
c	-0.4534	-0.5253	33.2984

Atoms and the computed forces on them: element, x, y, z (angstrom), force x, y, z (eV/angstrom)
Si	1.239	14.533	1.137	-0.091	0.23	0.693
Si	3.638	1.188	1.132	0.05	0.155	0.578
Si	0.633	4.542	1.358	0.261	-0.288	0.092
Si	3.444	7.182	1.409	-0.16	0.202	0.477
Si	1.731	8.883	1.376	0.047	-0.038	0.039
Si	4.532	11.485	1.4	0.139	-0.124	0.533
Si	6.984	14.24	1.225	0.03	-0.038	0.038
Si	9.153	1.895	0.637	-0.017	0.176	0.068
Si	7.238	4.312	0.982	0.239	0.185	0.565
Si	10.111	6.378	1.626	0.011	-0.149	0.558
Si	6.367	9.898	1.351	-0.224	0.162	0.536
Si	9.086	12.548	1.223	-0.084	0.083	0.08
Si	12.103	15.113	1.257	0.023	-0.086	0.723
Si	14.669	1.624	1.371	0.444	-0.219	0.538
Si	11.768	4.761	1.755	-0.029	0.098	0.089
Si	15.045	6.747	1.899	0.231	-0.32	0.009
Si	12.693	8.722	1.316	-0.023	0.308	0.604
Si	15.756	11.133	1.127	-0.134	-0.434	0.437
Si	17.288	15.17	0.082	0.289	-0.416	-0.341
Si	19.397	0.749	0.478	0.105	0.132	0.643
Si	16.866	4.913	1.504	0.025	0.047	0.612
Si	20.4	6.594	1.226	-0.217	0.466	0.22
Si	17.596	9.735	1.731	-0.296	0.17	0.305
Si	20.021	11.928	0.595	-0.166	-0.085	0.446
Si	22.39	13.357	1.116	0.085	0.49	0.285
Si	25.745	1.075	1.775	0.011	0.039	0.666
Si	22.161	3.968	1.168	-0.396	-0.353	0.446
Si	25.257	6.682	33.221	-0.071	-0.003	-0.027
Si	24.676	6.406	30.243	-0.072	0.008	0.093
Si	23.62	10.608	1.244	0.468	-0.083	0.261
Si	27.766	15.242	0.742	0.085	-0.087	0.123
Si	31.159	1.445	1.484	0.298	-0.138	0.746
Si	28.973	3.677	1.528	-0.187	0.122	0.715
Si	31.894	6.252	1.826	0.048	0.003	0.003
Si	27.562	9.351	0.278	0.211	-0.023	0.533
Si	31.005	11.487	1.321	-0.274	-0.373	0.461
Si	34.045	14.891	0.375	0.068	-0.034	0.019
Si	36.122	0.694	0.514	0.093	0.001	0.649
Si	33.59	4.582	1.736	-0.088	0.211	0.565
Si	36.117	7.387	1.723	-0.091	0.055	0.065
Si	34.369	9.018	1.56	-0.011	-0.014	-0.083
Si	37.244	11.668	1.511	-0.001	-0.057	-0.004
Si	39.901	14.548	1.021	-0.002	-0.054	-0.015
Si	42.046	1.534	1.554	0.009	-0.213	0.693
Si	39.439	3.306	1.325	-0.312	0.294	0.677
Si	41.703	6.849	1.403	-0.619	0.29	0.212
Si	38.96	9.895	1.546	-0.221	0.319	0.394
Si	41.84	13.074	0.417	0.06	0.694	0.096
Si	43.957	14.246	0.524	-0.08	0.013	-0.115
Si	47.006	1.204	1.588	0.286	-0.443	0.111
Si	45.022	3.704	1.403	-0.201	0.217	0.622
Si	47.31	6.869	1.45	0.109	-0.023	0.592
Si	44.952	8.951	1.395	-0.044	0.317	0.689
Si	47.559	12.068	1.127	-0.013	-0.023	-0.014
Si	50.551	14.672	1.325	-0.225	0.074	0.703
Si	52.719	1.431	1.473	0.282	-0.173	0.661
Si	50.418	3.529	1.547	-0.117	0.124	0.73
Si	53.218	6.337	1.425	-0.074	0.07	0.668
Si	49.15	10.106	0.901	-0.497	0.152	0.545
Si	52.808	12.512	1.451	0.106	-0.057	0.656
Si	55.983	14.535	1.396	-0.027	0.221	0.637
Si	58.58	1.178	1.476	-0.375	0.392	0.183
Si	55.548	4.274	1.525	0.058	-0.165	0.61
Si	58.781	6.326	1.614	0.177	-0.264	0.485
Si	55.671	9.283	0.891	-0.002	-0.021	-0.191
Si	58.129	12.279	1.324	0.142	-0.057	0.698
Si	60.784	15.302	1.314	0.036	-0.093	0.691
Si	63.627	1.65	1.23	-0.131	-0.008	0.726
Si	60.429	4.527	1.52	-0.044	0.171	0.643
Si	63.741	6.746	1.645	0.1	0.012	0.404
Si	61.481	8.918	1.395	-0.031	0.119	0.642
Si	63.959	11.805	1.345	-0.069	0.048	0.723
Si	2.403	16.122	2.507	-0.014	0.006	-0.012
Si	5.066	2.612	2.433	-0.238	-0.369	0.358
Si	2.414	5.471	2.655	0.006	0.041	-0.032
Si	5.321	8.127	2.546	0.004	0.035	-0.045
Si	2.699	10.644	2.617	-0.025	0.046	-0.093
Si	5.374	13.317	2.64	-0.054	-0.101	-0.055
Si	7.867	16.1	2.366	-0.079	-0.29	0.487
Si	10.951	2.947	2.932	0.315	0.373	0.345
Si	8.24	5.473	2.706	-0.017	0.03	-0.045
Si	11.053	8.075	2.872	-0.036	-0.025	-0.065
Si	8.097	10.898	2.618	-0.035	-0.021	-0.094
Si	10.817	13.578	2.5	0.026	0.066	-0.029
Si	13.521	0.063	2.677	0.036	-0.07	0.002
Si	16.337	2.853	2.609	-0.051	-0.072	-0.083
Si	13.56	5.482	3.118	-0.063	-0.082	-0.017
Si	16.419	8.216	3.018	0.03	0.014	0.011
Si	13.726	10.631	2.346	0.001	0.025	-0.165
Si	16.556	13.758	2.6	-0.119	-0.023	0.636
Si	19.739	0.805	2.785	-0.014	0.029	-0.012
Si	21.411	2.545	2.916	0.067	-0.03	-0.124
Si	18.886	5.558	2.7	-0.004	-0.021	-0.113
Si	21.836	8.257	2.489	-0.467	-0.374	0.182
Si	19.218	11.08	2.691	0.037	0.059	-0.044
Si	22.655	14.439	3.078	-0.007	-0.009	0.04
Si	24.326	16.161	3.181	-0.085	0.003	-0.057
Si	27.328	2.547	2.834	-0.087	-0.044	0.006
Si	24.359	5.836	2.39	-0.35	0.325	0.456
Si	28.039	8.896	2.645	0.012	0.034	-0.034
Si	25.135	11.419	2.864	0.05	0.026	0.071
Si	26.823	13.223	2.793	-0.133	-0.184	0.43
Si	29.981	-0.03	2.819	0.304	0.287	0.246
Si	32.736	2.686	2.788	-0.042	-0.048	-0.04
Si	30.065	5.3	2.893	-0.048	-0.069	0.011
Si	32.786	8.064	3.012	0.004	-0.033	0.006
Si	29.754	10.551	3.042	0.012	-0.049	-0.053
Si	32.783	13.659	2.839	0.062	0.042	0.725
Si	36.191	0.678	2.835	0.028	-0.005	0.066
Si	37.93	2.395	2.987	-0.018	0.037	-0.046
Si	35.347	5.532	2.959	0.032	0.019	-0.062
Si	37.933	8.278	2.932	0.009	0.023	0.012
Si	35.443	10.792	2.778	0.015	-0.03	-0.054
Si	38.322	13.514	2.582	0.001	-0.004	0.018
Si	40.824	16.167	2.608	-0.037	0.036	-0.035
Si	43.456	2.769	2.901	0.024	-0.008	-0.069
Si	40.475	5.231	2.614	-0.035	-0.042	0.044
Si	43.286	8.041	2.779	0.004	-0.009	-0.011
Si	40.803	10.963	2.603	-0.236	-0.282	0.28
Si	44.19	14.36	2.838	0.032	-0.017	0.1
Si	45.875	16.092	3.114	-0.014	-0.038	-0.054
Si	48.771	2.384	2.782	-0.036	0.009	0.004
Si	46.139	5.306	2.72	-0.004	0.008	0.007
Si	48.776	8.287	2.55	-0.048	-0.012	-0.017
Si	46.064	10.824	2.518	0.021	-0.059	-0.026
Si	48.831	13.533	2.56	-0.001	0.03	-0.082
Si	51.605	16.181	2.787	-0.03	0.042	-0.026
Si	54.325	2.64	2.712	0.022	-0.028	-0.086
Si	51.568	5.253	2.717	0.005	-0.013	0.007
Si	54.34	8.089	2.53	-0.064	-0.01	-0.039
Si	51.555	10.977	2.639	0.263	0.148	0.403
Si	54.4	13.538	2.778	-0.033	-0.043	-0.02
Si	57.077	16.18	2.706	-0.025	0.024	-0.072
Si	59.658	2.738	2.831	0.07	0.048	-0.011
Si	57.029	5.431	2.879	0.013	0.017	-0.027
Si	59.845	7.993	2.809	-0.038	-0.016	-0.057
Si	56.921	10.655	2.509	0.032	0.053	-0.033
Si	59.724	13.546	2.547	0.023	-0.005	-0.043
Si	62.417	0.079	2.583	0.008	-0.004	-0.053
Si	64.969	2.867	2.706	0.014	-0.07	-0.029
Si	62.288	5.348	2.791	-0.069	-0.064	-0.076
Si	-0.022	8.095	2.792	-0.013	0.043	-0.059
Si	62.448	10.66	2.674	0.002	-0.013	-0.076
Si	65.15	13.376	2.611	-0.031	0.018	-0.044
Si	1.142	1.325	3.854	0.033	-0.003	0.03
Si	3.874	4.045	3.877	-0.011	-0.024	0.019
Si	1.214	6.73	4.196	0.032	0.033	0.012
Si	4.045	9.412	4.076	-0.007	0.022	0.032
Si	1.325	12.093	3.938	0.012	-0.017	0.012
Si	3.943	14.838	3.83	0.047	0.066	0.003
Si	6.607	1.286	3.767	-0.001	0.029	-0.014
Si	9.417	4.108	4.217	0.065	0.013	-0.113
Si	6.733	6.808	3.909	-0.011	-0.029	-0.04
Si	9.535	9.536	3.923	0.052	0.027	0.04
Si	6.783	12.172	4.104	0.013	0.029	0.002
Si	9.5	15.05	3.829	0.005	0.013	-0.038
Si	12.297	1.452	4.126	0.005	-0.017	-0.009
Si	14.999	4.018	4.202	0.033	-0.008	-0.046
Si	12.271	6.869	4.42	-0.055	-0.061	-0.018
Si	14.959	9.627	4.12	-0.029	0.045	-0.015
Si	12.32	12.162	3.714	0.012	-0.077	0.019
Si	15.006	15.007	3.904	0.048	0.025	-0.022
Si	17.825	1.586	3.973	-0.034	-0.04	-0.025
Si	20.299	4.211	4.116	0.021	0.097	0.047
Si	17.796	6.876	4.267	0.006	-0.069	0.046
Si	20.562	9.639	3.953	0.041	0.007	-0.038
Si	17.887	12.461	4.036	0.008	0.036	0.009
Si	20.665	15.291	4.034	0.011	-0.047	-0.077
Si	23.153	1.564	4.243	-0.069	-0.009	0.039
Si	26.216	4.132	4.126	0.135	-0.369	0.434
Si	23.158	7.002	3.996	0.038	-0.053	-0.067
Si	26.19	9.677	4.032	-0.038	0.011	-0.036
Si	23.455	12.471	4.215	0.015	0.027	-0.008
Si	25.951	14.909	4.296	0.036	-0.017	0.021
Si	28.687	1.292	4.254	0.007	-0.01	-0.012
Si	31.382	3.96	4.292	0.034	0.018	-0.026
Si	28.772	6.937	3.993	-0.033	0.039	-0.023
Si	31.424	9.495	4.28	0.026	0.041	0.025
Si	28.604	12.288	4.135	-0.038	0.005	-0.024
Si	31.352	14.95	4.16	0.018	-0.018	-0.022
Si	34.242	1.416	4.058	-0.002	-0.037	-0.025
Si	36.796	4.108	4.173	0.01	0	0.015
Si	34.075	6.781	4.461	-0.02	0.014	-0.048
Si	36.701	9.595	4.358	-0.045	0.023	-0.001
Si	34.185	12.286	4.11	-0.027	-0.016	-0.029
Si	36.977	15.01	3.934	-0.069	0.017	-0.064
Si	39.552	1.211	4.169	0.046	-0.024	-0.013
Si	42.022	4.145	4.111	-0.013	0.02	0.035
Si	39.347	6.757	4.055	0.05	0.053	0.044
Si	42.115	9.599	4.04	0.001	0.027	0.035
Si	39.58	12.289	4.127	-0.024	-0.031	0.018
Si	42.267	15.031	4.074	0.047	-0.013	0.025
Si	44.757	1.408	4.324	-0.022	0.008	0.04
Si	47.55	3.979	4.067	0.02	0.007	0.047
Si	44.727	6.664	4.074	0.014	0.039	0.032
Si	47.427	9.526	4.017	-0.02	0.011	0.01
Si	44.884	12.315	3.935	-0.043	0.046	-0.02
Si	47.587	14.866	4.123	0.068	0.051	-0.006
Si	50.228	1.181	4.161	0.007	0.033	0.039
Si	52.964	3.978	4.121	-0.008	0.003	0.032
Si	50.217	6.821	3.883	-0.007	0.029	0.004
Si	52.905	9.443	3.88	0.004	0.013	-0.015
Si	50.154	12.217	4.055	0.017	-0.018	-0.009
Si	53.011	14.88	4.122	0.025	0.009	0.029
Si	55.668	1.232	4.036	0.019	0.024	0.02
Si	58.283	3.994	4.23	0.017	-0.025	0.003
Si	55.655	6.859	4.085	-0.033	-0.031	0.009
Si	58.375	9.442	3.946	0.01	0.008	0.003
Si	55.654	12.019	4.019	0.029	-0.023	-0.006
Si	58.407	14.818	4.058	0.025	-0.01	0.039
Si	61.101	1.349	4.076	-0.019	0.01	0.041
Si	63.656	4.047	4.177	0.012	0.006	0.034
Si	61.099	6.709	4.254	0.019	-0.012	0.044
Si	63.875	9.465	4.093	-0.026	-0.041	0.009
Si	61.087	12.156	3.902	0.003	0.002	0.018
Si	63.784	14.898	3.863	0.035	0.017	0.002
Si	65.133	-0.061	5.266	0	0.002	-0.021
Si	2.557	2.65	5.25	-0.03	0.001	0.006
Si	65.099	5.38	5.477	0.003	-0.03	0.013
Si	2.653	8.096	5.44	0.018	0.003	0.02
Si	-0.044	10.837	5.392	0.011	0.011	-0.005
Si	2.646	13.512	5.276	0.016	-0.021	0.026
Si	5.305	-0.072	5.199	-0.02	0.006	0.021
Si	7.985	2.613	5.287	-0.025	-0.033	-0.011
Si	5.335	5.393	5.229	0	0.013	-0.014
Si	8.122	8.173	5.286	0.001	-0.045	-0.024
Si	5.395	10.811	5.408	0.001	-0.022	0.019
Si	8.169	13.666	5.279	-0.019	-0.001	-0.044
Si	10.836	0.028	5.296	0.032	-0.012	0.033
Si	13.654	2.702	5.55	-0.056	0.072	0.016
Si	10.827	5.442	5.562	0.031	0.002	0.074
Si	13.668	8.3	5.582	0.035	-0.009	0.021
Si	10.927	10.923	5.239	0.026	0.022	-0.021
Si	13.626	13.581	5.196	-0.001	0.025	-0.011
Si	16.434	0.081	5.252	-0.005	0.01	-0.037
Si	19.022	2.879	5.538	-0.005	-0.035	0.013
Si	16.362	5.479	5.502	-0.013	-0.042	-0.001
Si	19.22	8.308	5.438	0.005	0.061	-0.036
Si	16.426	11.046	5.335	-0.024	0.021	0.04
Si	19.268	13.822	5.345	-0.002	0.002	0.013
Si	21.855	0.201	5.63	0.042	0.016	0.003
Si	24.63	2.917	5.441	0.028	0.054	-0.011
Si	21.819	5.573	5.355	0.011	-0.022	-0.02
Si	24.679	8.285	5.301	0.025	-0.015	-0.02
Si	21.953	11.008	5.33	-0.031	-0.013	-0.004
Si	24.66	13.66	5.768	0.044	0.029	0.026
Si	27.309	-0.011	5.584	-0.013	-0.015	0.03
Si	30.018	2.663	5.625	-0.012	0.005	0.008
Si	27.446	5.576	5.479	-0.03	-0.005	-0.048
Si	30.068	8.132	5.581	-0.026	-0.005	-0.003
Si	27.354	10.954	5.607	-0.003	0.001	0.008
Si	29.982	13.628	5.512	0.011	-0.016	0.03
Si	32.812	0.028	5.415	-0.002	0.026	-0.025
Si	35.435	2.772	5.555	0.002	-0.006	0.005
Si	32.689	5.372	5.673	-0.009	-0.039	-0.016
Si	35.418	8.2	5.72	0.013	-0.028	0.013
Si	32.788	10.953	5.512	-0.005	0.013	0.011
Si	35.555	13.691	5.391	0.023	0.038	-0.025
Si	38.211	16.224	5.54	-0.013	0.015	0.011
Si	40.824	2.682	5.498	0.003	0.024	-0.027
Si	38.096	5.473	5.557	-0.011	-0.036	0.018
Si	40.763	8.17	5.384	-0.027	-0.033	-0.022
Si	38.171	10.97	5.534	0.015	0.015	-0.009
Si	40.944	13.627	5.469	0.01	0.008	-0.002
Si	43.429	0.039	5.626	-0.021	-0.016	0.008
Si	46.219	2.728	5.545	0.008	0.012	-0.006
Si	43.414	5.41	5.521	0.012	-0.026	0.011
Si	46.118	8.103	5.373	0.012	0.039	-0.019
Si	43.514	10.959	5.365	-0.003	0.022	0.004
Si	46.253	13.486	5.469	-0.032	0.041	-0.001
Si	48.904	16.197	5.534	-0.042	-0.025	0.053
Si	51.589	2.626	5.455	0.02	-0.006	-0.01
Si	48.907	5.432	5.332	-0.027	0.015	-0.007
Si	51.594	8.092	5.314	0.029	-0.007	-0.006
Si	48.83	10.827	5.416	-0.025	-0.012	-0.025
Si	51.588	13.521	5.422	-0.028	-0.01	-0.016
Si	54.327	-0.067	5.462	0.002	0.003	0.018
Si	56.954	2.584	5.488	-0.037	-0.004	0.021
Si	54.312	5.409	5.413	0.022	-0.006	-0.008
Si	57.049	8.152	5.425	0.013	-0.009	-0.006
Si	54.244	10.747	5.365	-0.026	0.009	0.007
Si	57.021	13.44	5.367	-0.039	0.011	-0.024
Si	59.74	-0.08	5.387	0.005	0.018	-0.03
Si	62.402	2.641	5.517	-0.032	-0.001	0.022
Si	59.698	5.35	5.533	0.012	0.009	0.002
Si	62.516	8.105	5.471	0.021	0.026	-0.002
Si	59.72	10.834	5.308	-0.003	-0.004	0.003
Si	62.449	13.536	5.27	0.006	0.006	-0.008
Si	1.252	14.905	17.559	0.017	-0.033	0.013
Si	4	1.418	17.459	0.014	0.024	0.005
Si	1.31	4.091	17.496	0.004	0.021	-0.008
Si	4.03	6.77	17.487	-0.017	0.027	-0.001
Si	1.271	9.494	17.433	-0.019	0.007	0.014
Si	4.053	12.284	17.371	0.035	0.015	-0.019
Si	6.776	14.977	17.478	-0.04	0.005	0.021
Si	9.49	1.324	17.594	0.03	-0.025	-0.001
Si	6.747	4.064	17.52	0.007	0.01	-0.01
Si	9.491	6.818	17.47	0.005	0.034	0.004
Si	6.771	9.497	17.484	-0.004	-0.018	-0.012
Si	9.466	12.204	17.514	-0.007	0.002	0.014
Si	12.101	14.944	17.552	0.001	-0.005	-0.014
Si	14.919	1.372	17.57	-0.008	0.019	0.015
Si	12.262	4.119	17.483	0.013	0.002	-0.01
Si	14.911	6.78	17.503	0.006	0.014	-0.004
Si	12.203	9.606	17.561	0.008	0.002	0.027
Si	14.927	12.315	17.661	0.016	0.002	0.007
Si	17.653	14.973	17.7	-0.012	0.001	-0.008
Si	20.397	1.305	17.686	-0.023	0.013	0.006
Si	17.699	4.112	17.477	-0.011	0.024	-0.011
Si	20.437	6.85	17.598	0.01	0.016	-0.008
Si	17.616	9.556	17.487	-0.011	-0.012	-0.023
Si	20.427	12.261	17.682	-0.003	-0.009	0.012
Si	23.158	15.004	17.695	-0.008	0.041	-0.001
Si	25.877	1.391	17.698	-0.016	0.003	-0.025
Si	23.129	4.084	17.608	0.008	0.013	-0.007
Si	25.885	6.874	17.756	0.009	0.001	0.004
Si	23.149	9.578	17.737	-0.006	-0.014	-0.004
Si	25.876	12.287	17.787	0.005	-0.002	0.021
Si	28.607	14.981	17.778	-0.026	0.013	-0.006
Si	31.336	1.406	17.774	-0.018	-0.015	-0.009
Si	28.604	4.127	17.769	0.033	0.009	-0.005
Si	31.348	6.855	17.812	-0.006	0.003	0.007
Si	28.619	9.57	17.853	0.031	-0.017	0.024
Si	31.315	12.288	17.823	-0.014	0.011	-0.01
Si	34.035	15.017	17.786	-0.021	-0.001	-0.013
Si	36.727	1.373	17.811	0.008	-0.027	0.015
Si	34.045	4.102	17.814	0.005	-0.006	0.008
Si	36.805	6.854	17.721	0.009	-0.019	-0.012
Si	34.076	9.605	17.774	0	-0.024	-0.015
Si	36.815	12.352	17.886	0.036	0.028	0.002
Si	39.455	15.028	17.883	0.01	-0.013	-0.005
Si	42.133	1.296	17.81	-0.036	0.021	0.007
Si	39.483	4.105	17.677	-0.002	0.057	-0.02
Si	42.201	6.824	17.716	0.006	-0.006	-0.03
Si	39.527	9.616	17.798	0.025	0.004	0.001
Si	42.22	12.276	17.822	0.003	-0.028	0.003
Si	44.924	14.921	17.828	0.01	-0.01	0.022
Si	47.665	1.264	17.772	-0.023	0.008	-0.012
Si	44.901	4.033	17.686	-0.01	0.021	-0.009
Si	47.642	6.74	17.702	0.016	0.004	-0.001
Si	44.939	9.513	17.751	0.021	-0.015	-0.03
Si	47.595	12.163	17.706	-0.005	-0.039	-0.012
Si	50.362	14.864	17.786	0.018	-0.011	0.027
Si	53.026	1.265	17.543	0.035	-0.043	-0.026
Si	50.383	3.964	17.762	0.007	-0.01	0.023
Si	53.09	6.7	17.753	-0.017	0.013	0.005
Si	50.333	9.433	17.736	0.011	-0.006	0.004
Si	53.039	12.174	17.779	-0.036	0.016	0.013
Si	55.763	14.854	17.705	0.01	0.001	-0.002
Si	58.484	1.306	17.663	-0.005	0.003	0.038
Si	55.82	4.056	17.678	0.021	0.017	0.025
Si	58.468	6.813	17.602	0.062	-0.034	-0.027
Si	55.724	9.449	17.811	0.025	-0.022	0.034
Si	58.42	12.185	17.807	-0.038	0.015	0.027
Si	61.129	14.917	17.658	0.012	0.006	0.017
Si	63.833	1.315	17.547	-0.028	-0.014	0.02
Si	61.139	4.042	17.496	-0.005	0.006	-0.026
Si	63.854	6.801	17.511	0.01	-0.037	-0.011
Si	61.198	9.538	17.748	0.006	-0.012	0.002
Si	63.811	12.203	17.613	-0.007	-0.015	-0.006
Si	2.627	0.054	18.764	-0.005	0.012	-0.007
Si	5.311	2.769	18.876	0.001	0.02	0.033
Si	2.661	5.45	18.873	-0.029	-0.014	-0.004
Si	5.422	8.107	18.82	0.003	-0.002	-0.023
Si	2.672	10.921	18.621	-0.008	-0.041	0.013
Si	5.365	13.632	18.766	0.004	-0.026	-0.02
Si	8.09	-0.061	18.95	0.083	-0.027	0.069
Si	10.924	2.766	18.814	-0.035	-0.014	-0.027
Si	8.126	5.468	18.818	-0.027	0.002	0.005
Si	10.864	8.154	18.835	-0.009	-0.009	0.004
Si	8.099	10.854	18.869	-0.005	0.043	0.015
Si	10.746	13.565	18.938	0.01	0.027	0.06
Si	13.471	-0.014	18.858	-0.008	-0.011	0.012
Si	16.363	2.77	18.831	-0.014	-0.015	-0.019
Si	13.595	5.426	18.923	-0.022	-0.006	0.004
Si	16.244	8.186	18.789	0.016	0.004	-0.028
Si	13.465	11.043	18.996	-0.056	0.022	0.037
Si	16.296	13.631	19.112	-0.012	-0.008	0.019
Si	19.026	-0.055	19.114	0.017	-0.001	0.027
Si	21.813	2.685	18.954	0	-0.006	0.011
Si	19.051	5.447	18.852	0.004	-0.027	0.029
Si	21.777	8.171	19.039	-0.019	-0.038	-0.014
Si	18.949	10.856	18.881	0.025	0.019	-0.033
Si	21.811	13.635	19.051	-0.004	-0.023	0.002
Si	24.565	0.003	19.068	0.031	0.003	-0.004
Si	27.164	2.794	19.072	-0.02	-0.017	0
Si	24.455	5.456	18.971	-0.009	-0.005	-0.046
Si	27.247	8.186	19.203	-0.025	-0.018	0.018
Si	24.498	10.928	19.147	-0.011	0.01	0.004
Si	27.251	13.633	19.168	0.015	0.038	-0.006
Si	29.977	0.037	19.108	0.041	-0.016	-0.012
Si	32.654	2.748	19.193	0.017	0.013	-0.017
Si	30.007	5.44	19.15	0.015	-0.03	-0.028
Si	32.718	8.266	19.129	-0.024	0.001	0.013
Si	29.988	10.944	19.244	-0.016	-0.01	0.022
Si	32.673	13.681	19.15	-0.028	0.003	0.001
Si	35.321	0.053	19.201	0	0.027	0.009
Si	38.176	2.742	19.049	-0.021	-0.021	0.005
Si	35.49	5.472	19.075	-0.018	0.031	-0.035
Si	38.132	8.249	19.077	-0.061	0.011	-0.011
Si	35.443	10.943	19.157	0.002	-0.016	0.009
Si	38.092	13.779	19.334	-0.018	0.009	0.023
Si	40.756	0.047	19.33	0.007	0.005	0.034
Si	43.562	2.661	19.033	0.046	0.018	0.017
Si	40.804	5.483	19.023	-0.017	-0.012	0.023
Si	43.544	8.19	19.077	-0.031	0.002	0.019
Si	40.878	10.955	19.219	-0.018	0.014	0.002
Si	43.532	13.627	19.238	-0.037	-0.025	0.001
Si	46.355	-0.1	19.184	0.003	0.006	0.006
Si	49.023	2.607	19.141	0.005	-0.014	0.011
Si	46.225	5.424	19.018	-0.013	0.005	0.015
Si	49.049	8	19.098	-0.003	-0.017	-0.003
Si	46.302	10.832	19.143	0.011	0.009	0.045
Si	48.972	13.431	19.084	-0.004	0.018	0.009
Si	51.776	-0.016	19.04	0.017	0.048	0.009
Si	54.418	2.572	18.84	-0.025	0.045	0.024
Si	51.795	5.291	19.121	0.018	0.009	-0.009
Si	54.46	7.977	19.198	0.022	-0.013	0.011
Si	51.662	10.794	19.116	-0.016	-0.006	-0.03
Si	54.395	13.561	19.143	0.019	-0.031	0.009
Si	57.218	-0.166	19.012	0.03	0.002	0.004
Si	59.845	2.751	18.956	-0.019	0.001	-0.018
Si	57.229	5.453	19.028	-0.015	-0.004	-0.037
Si	59.747	8.184	19.016	-0.016	0.011	0.025
Si	56.986	10.882	19.221	0.008	0.073	0.013
Si	59.865	13.545	19.12	0.037	0.019	0.012
Si	62.443	0.029	18.979	-0.01	0.065	-0.034
Si	-0.055	2.711	18.807	0.039	0.007	-0.006
Si	62.474	5.415	18.801	-0.006	-0.006	0.003
Si	-0.067	8.163	18.847	0.007	0.03	0.015
Si	62.601	10.88	19.171	0.023	-0.007	0.035
Si	-0.141	13.556	18.967	0.034	-0.026	0.026
Si	1.312	1.393	20.168	-0.027	0.021	-0.003
Si	4.009	4.169	20.296	0.009	0	-0.042
Si	1.293	6.836	20.184	0.062	-0.01	-0.044
Si	3.957	9.534	19.945	-0.019	-0.006	-0.067
Si	1.302	12.067	20.114	-0.087	-0.056	0.013
Si	3.981	15.02	20.058	0.017	0.024	-0.015
Si	6.65	1.348	20.158	0.02	0.052	-0.022
Si	9.563	4.15	20.105	-0.002	-0.034	0.003
Si	6.767	6.76	20.231	0.015	0.013	-0.04
Si	9.521	9.494	20.194	0.015	0.008	-0.007
Si	6.622	12.211	20.128	0.081	-0.044	-0.041
Si	9.258	14.691	20.392	-0.428	-0.228	-0.372
Si	12.262	1.453	20.233	-0.028	-0.024	0.076
Si	15.029	4.073	20.246	0.005	-0.011	0.008
Si	12.204	6.811	20.24	-0.028	0.043	-0.008
Si	14.836	9.52	20.107	-0.008	-0.019	0.006
Si	12.144	12.474	20.5	0.08	-0.003	0.037
Si	14.829	15.088	20.326	-0.032	-0.071	0.037
Si	17.648	1.462	20.304	0.017	0.002	-0.024
Si	20.42	4.064	20.204	0.01	0.064	0.006
Si	17.638	6.838	20.099	-0.028	0.035	0.017
Si	20.276	9.51	20.252	0.02	-0.021	-0.005
Si	17.711	12.167	20.395	0.004	0.057	0.029
Si	20.39	14.836	20.501	-0.028	-0.037	-0.024
Si	23.203	1.38	20.363	0.014	0.041	0.01
Si	25.753	4.171	20.403	0.003	-0.003	0.012
Si	23.138	6.755	20.383	-0.011	0.018	-0.009
Si	25.863	9.591	20.543	-0.021	-0.01	0.003
Si	23.148	12.317	20.505	0.006	-0.024	0.004
Si	25.886	14.988	20.529	-0.054	0.011	-0.003
Si	28.542	1.407	20.348	0.005	0	0.026
Si	31.322	4.087	20.59	-0.065	0.032	0.021
Si	28.641	6.756	20.504	-0.038	0.038	-0.008
Si	31.418	9.604	20.594	0.063	-0.033	0.012
Si	28.591	12.314	20.602	0.006	-0.022	-0.021
Si	31.337	15.044	20.541	0.004	0.037	-0.005
Si	33.981	1.422	20.606	0.01	-0.041	0.009
Si	36.875	4.095	20.402	-0.027	0.004	-0.013
Si	34.142	6.871	20.349	0.03	0.008	-0.027
Si	36.811	9.577	20.504	0.012	-0.029	0.008
Si	34.092	12.346	20.461	-0.012	0.027	0.045
Si	36.648	15.178	20.727	0.059	-0.064	0.031
Si	39.35	1.499	20.671	-0.019	-0.034	0.033
Si	42.149	4.04	20.27	0.016	-0.022	-0.034
Si	39.495	6.899	20.392	0.033	0.007	0.008
Si	42.262	9.536	20.534	-0.026	0.001	-0.024
Si	39.55	12.39	20.584	0.049	-0.011	-0.049
Si	42.171	15.002	20.678	-0.006	-0.009	-0.003
Si	44.915	1.298	20.41	0.026	0	0.038
Si	47.565	4.031	20.321	0.009	-0.024	0.028
Si	44.878	6.792	20.384	0.046	-0.023	-0.034
Si	47.734	9.411	20.417	-0.006	-0.003	-0.05
Si	44.917	12.204	20.519	-0.014	0.047	-0.024
Si	47.741	14.793	20.537	-0.049	0.015	0.009
Si	50.447	1.252	20.499	-0.031	0.014	0.022
Si	53.254	3.883	20.364	-0.018	0.03	0.065
Si	50.36	6.558	20.499	-0.067	-0.028	0.055
Si	52.964	9.324	20.41	-0.041	0.009	0.045
Si	50.314	12.131	20.532	-0.015	-0.043	-0.014
Si	53.109	15.003	20.486	-0.073	0.023	0.016
Si	55.797	1.247	20.154	-0.017	-0.072	-0.03
Si	58.594	4.116	20.393	0.002	0.025	0.055
Si	55.935	6.645	20.589	-0.042	0.029	0.08
Si	58.396	9.501	20.491	-0.017	-0.068	0.014
Si	55.613	12.263	20.684	0.003	-0.077	0.076
Si	58.563	14.898	20.532	-0.038	0.062	0.002
Si	61.136	1.451	20.381	0.081	-0.092	-0.014
Si	63.84	4.06	20.105	-0.053	-0.026	0.019
Si	61.15	6.742	20.197	-0.04	-0.074	0.065
Si	64.046	9.444	20.453	0.054	0.021	-0.011
Si	61.216	12.24	20.58	-0.021	0.007	-0.01
Si	63.788	15.011	20.328	-0.004	-0.065	-0.005
Si	-0.133	0.171	21.549	0.024	0.075	0.027
Si	2.623	2.746	21.565	0.019	0.007	0.069
Si	-0.162	5.476	21.414	0.003	0.047	0.071
Si	2.478	8.475	21.372	0.003	-0.019	0.04
Si	0.759	10.225	21.602	-0.007	0.001	0.015
Si	2.476	13.711	21.241	-0.043	0.028	0.01
Si	5.316	-0.038	21.513	0.024	-0.017	0.025
Si	8.235	2.661	21.278	-0.242	0.168	-0.591
Si	5.317	5.603	21.708	-0.025	0	0.028
Si	8.116	8.155	21.542	-0.047	0.035	-0.041
Si	5.151	10.915	21.358	-0.046	-0.01	0.027
Si	7.775	13.384	21.777	0.063	0.02	0.075
Si	10.63	0.635	21.706	0.559	0.237	-0.487
Si	14.112	2.283	21.451	0.167	-0.16	-0.519
Si	10.864	5.435	21.593	-0.391	0.268	-0.243
Si	13.623	8.137	21.561	-0.056	0.03	0.07
Si	10.909	10.795	21.6	0.349	-0.156	-0.452
Si	13.51	14.011	21.98	-0.249	-0.053	-0.767
Si	15.826	0.542	21.452	0.004	0.047	0.039
Si	19.065	2.792	21.631	0	0	0.075
Si	16.389	5.484	21.535	0.037	0.023	0.077
Si	18.961	8.06	21.595	-0.002	0.033	0.058
Si	16.294	10.658	21.491	-0.035	-0.017	0.093
Si	19.552	12.9	21.751	0.197	-0.037	-0.516
Si	21.859	-0.048	21.638	0.017	-0.005	0.042
Si	24.45	2.8	21.823	0.022	-0.021	0.016
Si	21.692	5.394	21.664	0.007	-0.046	0.089
Si	24.473	8.108	21.779	0.478	-0.314	-0.261
Si	21.282	11.218	21.483	0.005	0.046	0.05
Si	24.59	13.635	21.975	-0.008	-0.018	0.073
Si	27.258	0.094	21.822	0.059	-0.022	0.05
Si	29.775	2.724	21.834	0.079	0.028	0.02
Si	27.143	5.448	21.812	0.015	-0.013	-0.027
Si	30.052	8.114	21.823	0.053	0.017	0.006
Si	27.227	10.949	21.976	0.049	-0.036	0.066
Si	29.944	13.731	21.931	-0.007	0.036	0.034
Si	32.591	0.101	22.05	-0.031	0.011	0.059
Si	35.73	2.53	21.744	0.184	-0.225	-0.311
Si	32.92	5.446	21.709	-0.029	-0.041	0.085
Si	35.58	8.053	21.797	0.002	0.005	0.01
Si	32.804	11.084	21.917	-0.34	0.089	-0.284
Si	35.281	13.688	21.994	0.065	0.029	0.016
Si	37.426	0.795	21.982	0.013	0.042	-0.021
Si	40.909	2.838	21.855	-0.01	-0.001	0.036
Si	38.312	5.414	21.737	0.099	-0.029	-0.006
Si	40.876	8.148	21.832	-0.014	0.031	-0.017
Si	38.17	10.966	21.814	-0.001	-0.03	0.041
Si	40.876	13.652	22.15	-0.035	-0.022	0.112
Si	43.633	0.035	21.916	-0.043	-0.056	0.034
Si	46.235	2.724	21.694	-0.388	0.343	-0.329
Si	43.44	5.411	21.589	0.013	0.014	0.05
Si	46.263	8.135	21.696	0.023	-0.03	0.032
Si	43.603	10.876	21.958	0.004	0.004	0.001
Si	46.358	13.428	21.898	0.007	0.03	0.024
Si	49.587	15.727	21.712	-0.016	-0.028	0.06
Si	51.929	2.575	21.773	-0.007	0.06	0.018
Si	48.804	5.289	21.807	-0.172	0.409	-0.431
Si	51.721	7.911	21.857	-0.346	0.338	-0.058
Si	49.084	10.582	21.958	-0.022	0.074	-0.033
Si	51.302	14.017	21.642	0.007	0.027	0.033
Si	53.466	1.498	23.167	-0.235	-0.375	-0.219
Si	56.901	2.859	21.395	0.056	0.067	0.003
Si	55.186	4.603	21.547	-0.069	0.021	-0.144
Si	57.202	8.094	22.026	-0.024	0.041	0.084
Si	53.957	10.839	21.853	0.309	0.145	-0.753
Si	57.183	13.59	21.999	-0.011	-0.046	0.043
Si	59.716	0.271	21.833	0.003	0.051	-0.087
Si	62.539	2.849	21.65	0.036	-0.016	0.084
Si	59.95	5.505	21.821	0.044	-0.004	0.039
Si	62.53	8.016	21.57	0.011	-0.022	0.034
Si	59.805	10.806	21.875	-0.016	0.032	0.058
Si	62.498	13.788	21.905	-0.313	0.366	-0.305
Si	1.041	14.898	22.692	-0.442	-0.209	-0.42
Si	4.237	1.555	22.783	-0.418	-0.18	-0.681
Si	1.035	4.015	22.71	0.211	-0.01	-0.761
Si	4.158	7.478	22.794	-0.036	-0.124	-0.671
Si	1.153	11.406	23.614	-0.352	0.066	-0.578
Si	3.823	12.459	22.581	-0.007	-0.175	-0.543
Si	6.117	14.584	22.93	0.24	0.196	-0.607
Si	11.272	1.46	24.665	-0.067	0.016	-0.144
Si	6.327	3.968	23.164	-0.161	0.522	-0.257
Si	9.501	6.827	22.917	0.361	0.221	-0.191
Si	6.496	9.505	22.618	0.101	0.061	-0.485
Si	8.468	11.739	23.362	-0.341	0.297	-0.494
Si	13.403	15.666	24.622	-0.122	-0.16	-0.263
Si	16.281	0.17	23.688	-0.097	0.042	-0.604
Si	12.714	3.777	23.683	0.016	0.001	-0.089
Si	15.394	7.2	22.764	0.133	0.062	-0.538
Si	12.528	9.731	22.906	-0.092	-0.271	-0.681
Si	15.024	11.601	23.166	0.235	-0.369	-0.604
Si	17.811	15.072	25.745	-0.062	-0.004	-0.102
Si	20.665	1.525	22.819	-0.204	-0.017	-0.695
Si	18.167	4.636	22.815	0.314	0.199	-0.572
Si	19.924	6.344	22.872	-0.069	0.008	0.002
Si	17.099	8.862	22.751	0.005	-0.235	-0.611
Si	19.32	12.554	24.915	-0.011	0.039	-0.108
Si	23.146	15.058	23.195	0.159	-0.023	-0.695
Si	26.246	1.852	23.017	0.126	0.129	-0.6
Si	22.744	3.849	23.116	0.21	0.274	-0.756
Si	26.173	7.135	23.163	-0.352	-0.297	0.011
Si	22.173	9.907	23.161	-0.346	0.185	-0.431
Si	25.95	12.292	23.495	-0.434	-0.236	-0.263
Si	28.971	15.476	23.185	0.089	0.153	-0.549
Si	30.603	0.939	23.112	-0.026	-0.222	-0.645
Si	27.916	3.594	23.062	-0.042	0.029	0.037
Si	31.764	7.008	23.017	-0.188	-0.205	-0.777
Si	28.529	9.325	23.103	0.135	0.177	-0.731
Si	31.594	12.624	23.186	-0.132	-0.07	-0.773
Si	33.752	14.844	23.406	0.215	0.184	-0.711
Si	37.956	0.641	24.297	-0.242	0.167	-0.546
Si	34.694	4.859	23.229	0.092	0.364	-0.485
Si	36.621	6.337	23.002	-0.329	-0.201	-0.44
Si	34.23	8.94	23.443	0.372	-0.161	-0.388
Si	37.06	12.591	23.103	-0.426	-0.288	-0.528
Si	39.345	14.38	23.866	0.549	-0.131	-0.41
Si	42.49	1.699	23.166	-0.025	-0.154	-0.672
Si	40.147	4.701	23.093	0.218	0.173	-0.639
Si	41.938	6.45	23.074	-0.018	0.003	0.11
Si	39.745	9.788	23.091	-0.088	-0.165	-0.717
Si	42.038	11.984	23.345	0.178	0.268	-0.636
Si	45.148	15.015	23.155	-0.157	-0.042	-0.731
Si	47.053	1.063	24.034	0.061	0.068	-0.01
Si	44.639	3.936	22.928	0.363	0.277	-0.224
Si	47.61	6.841	23.068	-0.09	-0.166	-0.676
Si	45.164	9.592	23.134	-0.127	0.026	-0.594
Si	47.435	11.731	23.19	0.406	0.306	-0.195
Si	49.492	15.835	24.037	0.046	0.044	-0.734
Si	54.618	0.032	21.783	0.054	-0.002	0.001
Si	50.885	3.829	23.422	0.221	-0.18	-0.503
Si	52.81	6.254	24.072	0.057	0.078	-0.123
Si	50.091	8.808	23.408	0.523	0.287	-0.125
Si	51.923	12.655	23.441	-0.148	0.524	-0.35
Si	56.395	15.561	23.116	0.008	-0.024	0.039
Si	57.738	1.209	22.939	-0.037	-0.125	-0.362
Si	55.005	4.222	23.785	0.025	0.031	-0.609
Si	59.112	7.288	23.176	0	0.069	0.04
Si	56.074	9.465	23.619	0.325	-0.505	-0.424
Si	58.215	11.827	23.322	0.181	0.283	-0.797
Si	61.065	15.264	23.252	0.293	0.163	-0.65
Si	64.152	1.793	22.969	-0.266	-0.235	-0.766
Si	61.724	4.561	23.047	-0.06	0.031	-0.012
Si	63.421	6.259	22.853	-0.257	-0.163	-0.672
Si	60.859	8.962	22.88	-0.321	-0.181	-0.537
Si	-0.296	13.221	23.659	0.666	0.011	-0.371
Si	2.54	1.29	28.742	0.113	0.035	0.019
Si	1.136	6.252	29.81	0.084	0.15	0.037
Si	0.124	10.989	28.53	0.426	0.044	0.63
Si	1.182	9.516	26.007	0.005	0.145	0.182
Si	64.344	7.343	25.728	-0.096	0.007	-0.075
Si	5.881	11.546	26.636	-0.018	0.057	0.032
Si	6.44	14.824	30.295	0.012	-0.067	-0.127
Si	9.197	5.083	28.286	0.101	-0.11	0.068
Si	7.522	9.256	31.895	-0.083	-0.155	0.216
Si	6.044	6.833	27.04	0.012	-0.015	-0.008
Si	8.538	12.399	26.418	-0.068	0.081	0.039
Si	6.443	14.15	25.815	0.017	0.063	-0.02
Si	11.677	3.385	28.35	-0.051	0.069	-0.056
Si	14.139	15.57	29.79	0.021	0.064	0.075
Si	6.95	3.638	29.818	-0.022	0.223	0.646
Si	15.201	4.561	32.242	0.137	-0.168	0.039
Si	16.839	15.274	28.45	-0.016	-0.111	0.004
Si	11.326	10.084	30.261	0.071	0.063	0.071
Si	18.179	1.567	29.133	0.009	0.041	0.089
Si	17.481	2.786	25.015	0.05	0.051	-0.089
Si	16.228	7.085	30.998	0.139	0.205	-0.021
Si	24.294	11.387	24.924	0.561	0.238	-0.297
Si	13.683	6.233	25.077	0.052	0.103	0
Si	19.761	1.084	25.587	0.002	-0.089	-0.051
Si	21.878	14.486	28.246	-0.122	-0.005	-0.015
Si	25.701	9.275	29.783	-0.038	0.016	0.033
Si	23.191	5.65	25.67	-0.185	0.06	-0.122
Si	20.927	7.533	24.634	-0.232	-0.462	-0.421
Si	28.524	10.682	27.456	0.048	-0.084	0.137
Si	25.952	9.465	26.688	-0.018	-0.108	-0.002
Si	27.346	14.303	25.491	0.154	-0.016	-0.03
Si	32.635	1.294	30.31	0.11	0.104	0.11
Si	34.999	8.168	26.411	-0.019	-0.01	-0.108
Si	32.439	5.166	25.114	0.087	0.021	-0.137
Si	28.095	4.106	25.348	-0.063	-0.05	-0.595
Si	30.414	10.609	25.314	0.033	-0.083	-0.075
Si	35.518	15.629	25.948	0.003	0	-0.051
Si	32.961	4.042	31.97	-0.112	-0.017	0.025
Si	30.924	2.855	25.428	-0.134	-0.048	-0.191
Si	39.046	7.684	30.188	-0.004	-0.119	0.083
Si	32.453	9.316	27.177	0.023	-0.019	-0.037
Si	38.227	12.413	25.853	-0.435	0.264	0.349
Si	34.883	10.522	28.084	0.077	0.015	-0.018
Si	47.898	12.748	27.445	-0.091	0.075	0.053
Si	41.848	0.261	25.857	0.043	-0.053	0.002
Si	41.882	3.706	30.179	0.048	-0.022	-0.009
Si	39.476	9.603	25.972	-0.069	-0.002	-0.071
Si	41.619	9.198	29.751	0.038	0.005	0
Si	43.243	13.858	25.436	-0.056	-0.042	-0.012
Si	52.536	0.179	24.886	0.101	0.304	-0.598
Si	45.313	5.426	24.602	-0.456	0.058	-0.324
Si	43.008	4.791	32.629	0.125	-0.085	-0.031
Si	38.612	3.566	25.588	-0.145	-0.109	-0.122
Si	45.247	14.309	27.648	-0.109	-0.059	0.071
Si	51.581	1.025	30.834	-0.029	0.118	0.103
Si	49.736	1.446	28.45	-0.011	-0.124	0.013
Si	50.231	6.195	27.662	-0.034	-0.025	-0.15
Si	51.476	6.015	31.983	-0.001	-0.096	0.071
Si	53.886	13.716	25.644	-0.123	-0.043	-0.054
Si	49.022	12.75	24.627	-0.342	-0.169	-0.503
Si	56.461	15.01	25.433	0.104	0.347	-0.568
Si	0.209	1.443	30.545	-0.025	0.121	-0.207
Si	59.145	7.26	25.586	-0.128	-0.052	-0.606
Si	55.958	5.033	30.834	0.605	-0.223	-0.016
Si	51.869	8.814	30.605	0.024	0.131	0.119
Si	59.296	13.756	25.201	-0.079	0.015	0.061
Si	2.734	5.651	24.816	-0.013	-0.03	-0.03
Si	62.365	0.895	25.329	0.081	0.042	0.033
Si	60.819	3.627	25.067	0.352	0.281	-0.421
Si	62.823	9.873	29.813	-0.027	0.121	0.021
Si	60.699	10.739	27.993	-0.026	-0.045	-0.031
Si	57.733	9.026	30.448	0.059	-0.082	0.101
Si	1.395	10.854	30.614	-0.427	0.143	-0.498
Si	2.531	0.358	24.865	-0.088	-0.011	-0.064
Si	58.081	9.393	27.63	0.107	-0.116	-0.064
Si	3.106	5.074	32.007	0.085	0.073	0.139
Si	61.688	8.728	25.822	-0.116	-0.121	-0.129
Si	-0.075	9.135	32.921	0.544	-0.217	0.278
Si	6.106	4.96	31.516	0.304	-0.491	-0.234
Si	0.82	5.353	26.982	0.068	-0.007	-0.058
Si	5.275	2.147	27.994	-0.05	0.054	-0.014
Si	3.124	8.607	29.562	0.021	-0.16	0.082
Si	5.902	7.625	30.105	-0.109	-0.09	0.064
Si	12.461	14.824	27.304	0.049	0.044	-0.043
Si	10.429	0.799	27.221	-0.06	0.047	0.067
Si	10.985	7.789	24.443	-0.401	-0.037	-0.409
Si	13.028	5.907	27.953	-0.108	-0.09	-0.008
Si	16.991	10.621	25.186	-0.053	-0.074	-0.167
Si	10.843	12.604	28.414	-0.085	-0.03	0.117
Si	10.396	-0.153	32.278	0.072	0.007	0.056
Si	15.236	11.519	31.608	0.142	-0.003	0.075
Si	18.783	7.431	32.899	0.232	-0.497	0.461
Si	19.153	13.271	29.382	-0.075	-0.115	0.053
Si	19.888	7.825	27.525	-0.087	0.067	-0.013
Si	13.892	13.959	32.367	0.106	0.13	0.027
Si	16.178	9.226	27.782	0.037	0.052	0.048
Si	22.103	6.055	28.508	0.019	-0.069	-0.131
Si	27.95	5.206	32.657	0.042	-0.036	0.043
Si	26.572	4.172	30.169	-0.015	-0.051	0.115
Si	27.687	2.422	27.82	-0.047	0.019	-0.077
Si	14.258	3.87	29.521	-0.118	0.133	0.052
Si	21.616	3.535	29.916	-0.027	-0.07	0.076
Si	25.061	0.171	25.261	0.054	0.102	-0.105
Si	31.595	5.539	28.146	-0.031	0.023	0.036
Si	23.232	1.354	32.994	-0.113	0.029	0.084
Si	23.232	10.412	31.42	-0.058	0.002	-0.015
Si	27.468	13.303	28.551	0.036	0.014	-0.069
Si	22.124	13.276	25.471	0.101	-0.057	-0.026
Si	36.159	7.609	30.877	-0.039	0.01	0.011
Si	30.743	2.629	28.244	0.001	0.119	0.001
Si	28.505	8.968	31.031	-0.104	-0.044	-0.014
Si	35.34	0.707	28.674	-0.011	-0.119	-0.03
Si	28.549	11.274	32.551	-0.115	-0.087	0.118
Si	37.879	14.54	32.53	0.524	-0.083	0.418
Si	37.683	15.059	29.482	0.027	0.064	0.11
Si	43.656	7.207	24.668	-0.01	-0.637	-0.356
Si	36.705	2.897	32.676	0.084	-0.13	-0.026
Si	37.235	6.143	25.974	0.404	0.136	0.345
Si	40.041	0.313	28.292	0.046	0.028	-0.061
Si	39.316	3.279	28.584	-0.026	-0.127	-0.057
Si	52.6	15.062	29.221	0.001	0.082	-0.039
Si	47.06	4.831	30.396	-0.009	-0.077	0.006
Si	45.51	8.166	29.541	-0.144	0.004	-0.008
Si	41.717	8.047	26.876	-0.084	0.005	-0.046
Si	44.417	0.83	27.605	-0.015	-0.016	-0.067
Si	49.649	14.896	28.973	0.013	-0.017	-0.068
Si	57.033	2.193	0.007	0.529	-0.175	0.25
Si	51.409	2.463	26.128	0.067	0.104	0.053
Si	52.784	4.667	27.845	-0.017	-0.002	0.107
Si	48.915	9.253	31.029	-0.051	-0.546	-0.215
Si	53.489	12.412	28.55	0.009	-0.031	-0.021
Si	51.083	8.227	25.571	-0.235	0.191	-0.624
Si	55.409	15.803	28.177	0.086	0.049	0.019
Si	61.638	3.743	28.037	-0.051	-0.004	-0.031
Si	57.63	5.037	27.309	-0.719	0.239	0.05
Si	57.157	14.117	29.891	-0.076	0.015	0.001
Si	52.564	9.751	27.758	0.015	-0.026	-0.016
Si	61.52	13.697	27.476	0.074	-0.11	-0.125
Si	61.289	2.702	32.389	-0.009	0.003	0.117
Si	59.874	15.259	29.489	-0.057	-0.045	-0.045
Si	59.536	10.214	32.579	-0.001	-0.079	0.19
Si	58.404	4.539	30.255	-0.59	0.205	0.358
Si	62.111	11.764	32.025	0.095	-0.143	-0.008
Si	63.796	1.685	27.836	-0.106	-0.103	0.115
Si	2.87	12.591	32.61	0.004	-0.104	-0.038
Si	2.023	15.086	27.436	-0.008	-0.175	-0.154
Si	64.507	15.704	32.435	0.022	-0.071	0.048
Si	5.047	14.793	32.939	0.224	-0.398	0.38
Si	57.749	3.282	25.067	-0.164	-0.068	0.015
Si	1.078	2.383	26.417	0.117	0.04	-0.027
Si	1.257	2.783	32.981	-0.373	0.261	0.352
Si	64.656	13.569	26.817	-0.011	-0.122	0.014
Si	63.685	7.232	30.973	0.066	-0.023	0.198
Si	8.812	6.477	25.72	0.151	-0.005	-0.06
Si	4.113	9.045	26.621	-0.029	0.001	0.138
Si	7.742	1.007	28.88	-0.031	0.201	0.059
Si	4.646	13.803	28.028	0.067	0.032	-0.144
Si	10.145	7.45	32.445	0.031	-0.075	0.131
Si	5.216	4.201	25.851	0.127	-0.005	-0.003
Si	14.353	9.379	29.953	-0.188	-0.064	-0.012
Si	10.711	7.347	29.52	0.064	-0.091	0.032
Si	9.174	13.896	30.659	-0.034	-0.027	-0.021
Si	13.204	1.052	31.823	0.068	0.16	0.118
Si	13.157	3.933	0.163	-0.639	0.137	0.187
Si	9.437	11.398	32.332	0.033	-0.133	0.486
Si	21.241	15.729	32.19	-0.022	0.044	0.055
Si	20.441	9.47	31.57	0.029	0.097	-0.047
Si	17.204	6.533	28.066	0.022	0.045	0.005
Si	17.822	12.973	32.088	-0.064	0.582	0.29
Si	25.232	0.719	28.189	0.039	-0.018	-0.02
Si	16.572	3.569	27.665	0.066	0.096	0.109
Si	23.053	13.425	31.706	0.083	-0.022	0.127
Si	21.104	1.089	28.112	-0.045	0	-0.023
Si	19.747	1.812	31.52	-0.044	-0.032	0.182
Si	24.295	2.48	30.496	-0.007	-0.013	0.064
Si	30.153	8.259	28.671	0.001	0.093	-0.072
Si	28.537	14.073	31.316	0.119	-0.015	0.031
Si	30.963	6.09	32.911	0.292	-0.041	0.548
Si	18.755	10.227	29.004	0.056	0.035	0.023
Si	24.693	14.184	29.43	-0.002	-0.006	0.073
Si	26.144	6.566	25.426	-0.046	0.071	-0.671
Si	42.56	0.588	29.953	-0.059	0.049	0.005
Si	34.319	5.61	29.8	-0.034	-0.002	0.027
Si	34.549	10.01	31.228	-0.054	-0.073	0.041
Si	32.415	8.878	33.019	0.559	-0.265	0.469
Si	31.333	15.401	32.173	-0.148	0.06	0.098
Si	36.696	13.081	27.472	0.569	-0.143	-0.379
Si	46.037	2.995	26.24	-0.069	0.005	-0.055
Si	36.446	3.4	29.516	-0.052	-0.022	0.159
Si	39.012	7.052	27.281	-0.395	-0.331	-0.329
Si	36.735	5.832	33.298	-0.287	0.299	0.418
Si	35.869	12.242	32.977	0.277	-0.386	0.536
Si	44.173	5.565	30.148	0.018	0.166	-0.1
Si	43.425	-0.46	32.724	-0.014	-0.642	0.38
Si	39.481	7.065	33.162	0.509	0.003	0.318
Si	43.797	9.062	31.765	-0.009	-0.067	-0.095
Si	44.983	13.167	30.543	0.119	0.245	0.489
Si	45.754	13.308	32.919	-0.104	-0.032	0.048
Si	49.309	15.705	31.892	0.062	0.104	0.038
Si	53.212	3.63	30.737	0.066	0.046	-0.023
Si	48.652	4.713	32.622	-0.01	0.185	0.001
Si	53.949	10.21	32.642	0.388	-0.573	0.406
Si	46.48	15.647	32.953	0.057	-0.228	0.632
Si	42.533	11.622	31.075	-0.08	-0.029	0.037
Si	54.313	-0.244	32.948	-0.078	-0.023	0.003
Si	56.138	0.327	30.784	-0.021	0.089	-0.011
Si	48.347	3.845	27.913	0.056	0.072	0.02
Si	48.306	7.364	29.905	0.313	0.4	0.27
Si	46.645	10.741	29.354	0.01	-0.246	-0.098
Si	55.767	11.463	30.44	-0.091	0.08	0.049
Si	55.568	5.968	27.893	0.639	-0.308	-0.285
Si	59.85	1.903	29.888	0.087	0.115	0.028
Si	61.419	5.144	30.685	-0.176	0.004	0.002
Si	55.428	8.949	26.669	-0.013	-0.073	-0.112
Si	56.544	7.199	32.777	-0.323	0.45	0.514
Si	61.691	14.515	31.809	0.057	-0.009	0.07
Si	1.262	14.905	6.613	0.025	0.001	-0.019
Si	3.966	1.304	6.594	0.027	-0.008	-0.016
Si	1.247	3.986	6.705	0.023	-0.005	0.002
Si	4.041	6.721	6.706	0.014	0.001	0.003
Si	1.295	9.481	6.762	0.016	0.013	0.004
Si	4.012	12.21	6.69	-0.015	-0.016	0.013
Si	6.732	14.968	6.616	-0.016	0.016	-0.019
Si	9.439	1.341	6.661	0.038	0.029	0.012
Si	6.676	4.032	6.633	-0.017	0.014	-0.028
Si	9.433	6.852	6.764	0.006	0.006	-0.018
Si	6.786	9.48	6.719	0.005	-0.001	0.01
Si	9.549	12.288	6.619	0.016	-0.034	-0.01
Si	12.248	14.952	6.598	-0.014	-0.012	-0.022
Si	15.075	1.333	6.768	0.028	0.004	-0.009
Si	12.244	4.077	6.831	0.008	0.004	0.03
Si	15.024	6.871	6.834	-0.013	-0.045	0.042
Si	12.213	9.644	6.773	-0.027	0.029	0.009
Si	15.005	12.345	6.681	0.014	-0.014	-0.024
Si	17.795	15.089	6.688	-0.026	0.011	0.004
Si	20.422	1.522	6.883	-0.016	0.023	0.025
Si	17.695	4.178	6.911	-0.042	0.027	0.027
Si	20.532	6.918	6.8	-0.01	-0.03	-0.023
Si	17.775	9.654	6.72	-0.045	-0.023	0.003
Si	20.562	12.364	6.707	0.006	-0.006	-0.023
Si	23.22	15.093	6.936	-0.01	-0.008	-0.025
Si	25.923	1.453	6.827	-0.019	-0.005	-0.044
Si	23.203	4.23	6.772	-0.035	-0.012	-0.013
Si	25.961	6.894	6.761	-0.006	-0.016	-0.015
Si	23.298	9.625	6.717	0.022	0.017	0.019
Si	26.008	12.261	7.018	0.007	0.001	0.025
Si	28.673	14.973	6.934	0.013	0.013	0.002
Si	31.443	1.321	6.893	0.034	0.01	-0.019
Si	28.699	4.145	6.896	0.023	0.024	-0.013
Si	31.358	6.781	6.982	0.005	-0.03	0.02
Si	28.709	9.546	6.903	0.012	-0.005	-0.007
Si	31.371	12.274	6.86	0.002	-0.036	-0.014
Si	34.133	14.98	6.801	-0.013	-0.039	-0.003
Si	36.813	1.339	6.84	-0.004	0.018	-0.048
Si	34.092	4.055	6.985	-0.001	0.055	0.023
Si	36.788	6.807	6.982	0.015	-0.007	0.02
Si	34.053	9.599	6.973	-0.017	0.011	-0.019
Si	36.822	12.339	6.866	-0.009	0.002	0.001
Si	39.56	14.918	6.902	0.038	0.022	-0.011
Si	42.122	1.39	6.97	-0.013	0.022	0.01
Si	39.461	4.062	6.859	-0.011	0.006	-0.013
Si	42.111	6.84	6.83	-0.004	0.023	-0.007
Si	39.473	9.518	6.842	-0.002	-0.011	-0.006
Si	42.216	12.236	6.846	0.004	-0.027	0.019
Si	44.877	14.91	6.816	0.001	-0.025	-0.076
Si	47.561	1.305	6.851	0.005	-0.023	-0.009
Si	44.824	4.073	6.87	-0.009	-0.01	0.002
Si	47.531	6.762	6.732	-0.01	-0.012	-0.016
Si	44.827	9.522	6.748	0.019	0.003	-0.013
Si	47.558	12.156	6.869	0.036	0.001	0.005
Si	50.278	14.857	6.858	0.004	0.017	0.004
Si	52.959	1.286	6.819	-0.011	0.016	0.012
Si	50.243	4.057	6.754	0.009	0.021	-0.022
Si	52.936	6.758	6.747	-0.014	-0.005	0.011
Si	50.246	9.452	6.714	0.021	0.006	0.016
Si	52.939	12.136	6.755	0.019	-0.004	0
Si	55.686	14.838	6.751	0	-0.005	-0.002
Si	58.376	1.249	6.787	0.023	0.012	0.004
Si	55.637	4.024	6.798	0.007	0.005	-0.002
Si	58.355	6.765	6.813	0.004	-0.001	0.019
Si	55.648	9.467	6.766	-0.008	0.003	0.004
Si	58.391	12.147	6.745	0.016	-0.015	0.014
Si	61.12	14.877	6.707	-0.012	-0.011	-0.012
Si	63.827	1.255	6.739	0.009	0.005	0.013
Si	61.063	4.001	6.864	-0.002	0	0.016
Si	63.819	6.756	6.853	0.008	-0.001	0.006
Si	61.093	9.496	6.715	-0.026	-0.021	-0.013
Si	63.832	12.22	6.677	-0.001	-0.011	-0.009
Si	2.629	-0.053	7.983	-0.019	-0.001	-0.005
Si	5.326	2.671	7.99	-0.002	0.006	-0.008
Si	2.644	5.367	8.038	-0.016	0.012	-0.013
Si	5.405	8.108	8.051	-0.002	-0.007	0.004
Si	2.658	10.866	8.074	-0.005	-0.006	0.004
Si	5.393	13.595	8	0.005	-0.01	0.015
Si	8.091	-0.015	8.016	-0.009	-0.002	-0.002
Si	10.824	2.682	8.063	-0.001	0.006	0.012
Si	8.062	5.409	8.02	-0.008	-0.011	-0.015
Si	10.84	8.226	8.079	0.022	-0.026	-0.006
Si	8.169	10.902	7.996	-0.012	0.011	-0.009
Si	10.898	13.625	8.013	0.008	0.006	-0.005
Si	13.628	-0.033	8.025	0.015	-0.027	-0.006
Si	16.346	2.744	8.178	0.017	-0.007	-0.001
Si	13.617	5.485	8.135	-0.017	0.001	0.002
Si	16.426	8.261	8.109	0.009	0.005	-0.001
Si	13.639	10.988	8.071	0.011	-0.01	0.007
Si	16.393	13.7	8.03	0.006	0.018	0.007
Si	19.08	0.091	8.163	-0.005	0.004	0.008
Si	21.855	2.863	8.17	0.001	-0.002	0.002
Si	19.134	5.558	8.162	0.004	0.002	0.002
Si	21.918	8.272	8.121	0.007	0.011	-0.022
Si	19.15	11.008	8.07	-0.004	0.025	0.001
Si	21.85	13.672	8.19	-0.009	-0.026	0.004
Si	24.588	0.123	8.251	0.011	0.017	0.004
Si	27.286	2.792	8.21	0	-0.007	-0.022
Si	24.583	5.552	8.15	-0.017	0.017	-0.021
Si	27.293	8.206	8.211	-0.026	0.011	0.006
Si	24.573	10.905	8.241	-0.012	-0.027	0.006
Si	27.342	13.646	8.328	0.007	-0.003	0.016
Si	30.05	0.009	8.264	0.016	-0.014	-0.008
Si	32.727	2.699	8.304	0.005	-0.004	0.003
Si	30.009	5.45	8.329	-0.004	-0.014	0.019
Si	32.707	8.199	8.296	-0.006	0.014	0.009
Si	30.049	10.913	8.263	-0.002	0.001	0.002
Si	32.749	13.643	8.199	-0.01	0.008	-0.004
Si	35.445	0.011	8.221	-0.004	0.015	-0.004
Si	38.121	2.714	8.243	0.01	-0.006	-0.001
Si	35.425	5.449	8.32	-0.003	0.011	0.001
Si	38.151	8.192	8.28	-0.013	-0.013	0.003
Si	35.454	10.97	8.253	0.007	-0.008	-0.001
Si	38.171	13.618	8.275	0.003	-0.004	-0.007
Si	40.812	-0.003	8.301	0.002	0.017	0.009
Si	43.52	2.723	8.278	0.019	-0.011	0.004
Si	40.807	5.447	8.221	0.008	-0.009	-0.012
Si	43.499	8.181	8.176	-0.008	0.021	-0.002
Si	40.846	10.869	8.2	-0.016	0.02	0.016
Si	43.552	13.578	8.228	-0.008	0.007	0.008
Si	46.211	-0.053	8.206	0.007	0.023	0.022
Si	48.925	2.691	8.167	-0.02	0.001	0.001
Si	46.212	5.437	8.178	-0.011	0.007	-0.002
Si	48.905	8.102	8.113	-0.004	0.011	-0.004
Si	46.192	10.805	8.195	-0.02	0.009	-0.001
Si	48.92	13.515	8.218	0.011	-0.006	-0.001
Si	51.623	-0.074	8.193	0.016	-0.019	0.011
Si	54.299	2.666	8.17	-0.006	-0.001	0.004
Si	51.606	5.393	8.133	0.016	-0.011	0.003
Si	54.309	8.093	8.126	0.007	-0.023	-0.007
Si	51.594	10.789	8.128	-0.008	0.013	0.002
Si	54.307	13.507	8.117	0	0.008	0.007
Si	57.026	-0.114	8.134	0.001	0.003	-0.005
Si	59.705	2.624	8.169	0.006	0.011	0.012
Si	57.01	5.379	8.152	-0.004	-0.012	0.006
Si	59.749	8.136	8.114	0.002	-0.004	-0.009
Si	57.017	10.821	8.121	-0.014	0.018	-0.006
Si	59.753	13.53	8.08	-0.009	0.012	-0.01
Si	62.463	-0.09	8.092	0.004	0.017	0.001
Si	-0.091	2.636	8.079	0.002	-0.007	0.001
Si	62.444	5.386	8.168	0.001	0.004	0.006
Si	-0.067	8.133	8.129	0.003	-0.013	0.009
Si	62.468	10.858	8.055	-0.002	0.011	-0.01
Si	-0.086	13.575	8.031	-0.006	0.017	-0.005
Si	1.294	1.288	9.4	-0.003	0	0.006
Si	4.006	4.025	9.392	-0.015	-0.017	0.007
Si	1.308	6.746	9.422	0.008	-0.002	-0.001
Si	4.035	9.493	9.394	0	0.005	-0.009
Si	1.274	12.223	9.407	0.009	0.001	-0.007
Si	4.012	14.938	9.358	0.01	0.014	-0.001
Si	6.729	1.351	9.361	0.005	0.01	0.01
Si	9.466	4.076	9.382	0.016	0.007	0.001
Si	6.746	6.762	9.416	-0.017	-0.011	0.011
Si	9.485	9.567	9.423	0.02	0.01	0.008
Si	6.773	12.241	9.355	0.016	0.011	0.001
Si	9.495	14.964	9.363	-0.003	-0.008	0.002
Si	12.241	1.337	9.386	-0.024	0.009	-0.006
Si	14.966	4.115	9.492	-0.009	0.004	0.005
Si	12.22	6.856	9.427	0.009	0.001	0.019
Si	15.002	9.602	9.421	-0.023	-0.016	0.004
Si	12.256	12.31	9.421	0.015	0.005	0.013
Si	15	14.991	9.429	0.006	0.004	-0.005
Si	17.72	1.415	9.532	-0.011	-0.001	0.023
Si	20.482	4.191	9.53	0.009	-0.022	0.015
Si	17.756	6.902	9.501	0.003	0.004	0.013
Si	20.496	9.62	9.455	0.017	-0.008	-0.01
Si	17.743	12.332	9.422	-0.018	-0.009	-0.001
Si	20.447	15.024	9.508	-0.016	0.02	0.011
Si	23.187	1.472	9.556	-0.015	0.01	0.018
Si	25.913	4.161	9.546	-0.022	-0.011	-0.009
Si	23.229	6.899	9.526	0.005	0.003	0.014
Si	25.935	9.551	9.591	0.007	0	0.022
Si	23.198	12.297	9.553	0.001	0	0.005
Si	25.935	15.041	9.601	-0.001	0	-0.01
Si	28.655	1.412	9.574	0.035	0.021	-0.026
Si	31.373	4.083	9.653	0.005	0.011	-0.001
Si	28.622	6.842	9.614	0.001	0.003	-0.006
Si	31.364	9.557	9.654	-0.017	-0.006	0.014
Si	28.693	12.267	9.644	-0.002	-0.001	0.019
Si	31.397	14.971	9.619	0.004	0.008	0.005
Si	34.096	1.346	9.632	-0.007	0.001	0
Si	36.784	4.075	9.64	-0.011	-0.01	0.004
Si	34.07	6.839	9.647	0.001	-0.015	0.007
Si	36.783	9.57	9.616	0.019	0.002	-0.002
Si	34.077	12.296	9.614	-0.003	0.002	-0.003
Si	36.793	14.986	9.61	0.024	0.007	-0.004
Si	39.461	1.369	9.637	-0.011	-0.012	0.008
Si	42.169	4.103	9.611	0.011	0.002	-0.003
Si	39.486	6.807	9.625	-0.002	0.009	-0.004
Si	42.181	9.521	9.587	0.003	-0.004	-0.01
Si	39.503	12.225	9.602	-0.013	-0.016	-0.007
Si	42.201	14.943	9.606	0.003	0.012	-0.009
Si	44.877	1.321	9.588	-0.017	0.002	0.002
Si	47.569	4.05	9.533	-0.012	-0.01	-0.013
Si	44.87	6.807	9.543	0.021	0.001	-0.013
Si	47.579	9.454	9.532	0.003	-0.006	-0.006
Si	44.887	12.199	9.581	0.004	0	-0.004
Si	47.578	14.908	9.563	-0.009	0	-0.008
Si	50.276	1.317	9.538	0.011	0.015	-0.007
Si	52.954	4.034	9.519	-0.001	0.003	0.009
Si	50.26	6.753	9.502	-0.004	-0.003	-0.007
Si	52.971	9.455	9.499	0.009	0.003	-0.007
Si	50.286	12.149	9.546	-0.001	0	0.01
Si	52.989	14.874	9.523	-0.004	0.008	0
Si	55.681	1.281	9.493	0.001	0.006	-0.008
Si	58.372	4.02	9.51	0.002	-0.005	-0.005
Si	55.66	6.741	9.505	-0.011	-0.005	0.002
Si	58.381	9.471	9.48	-0.006	-0.004	0.001
Si	55.676	12.179	9.494	0.01	-0.003	0.006
Si	58.405	14.873	9.478	0.002	-0.001	0.014
Si	61.113	1.275	9.471	-0.008	-0.012	0
Si	63.841	4.01	9.453	0.008	-0.003	-0.001
Si	61.092	6.773	9.489	0.01	-0.004	0.002
Si	63.823	9.503	9.436	0.003	-0.011	-0.003
Si	61.112	12.188	9.443	0.007	0.006	0.003
Si	63.841	14.898	9.435	0.006	0.001	0.003
Si	-0.077	-0.046	10.77	0.007	0.006	0.002
Si	2.648	2.672	10.746	0.009	0.011	-0.002
Si	-0.071	5.397	10.777	0.011	-0.003	0.001
Si	2.664	8.137	10.753	0.008	-0.01	-0.004
Si	-0.087	10.865	10.776	-0.018	0.016	0.001
Si	2.654	13.587	10.74	-0.013	0.012	-0.001
Si	5.373	-0.016	10.719	-0.016	0.001	-0.002
Si	8.106	2.707	10.728	-0.014	0.016	0.002
Si	5.375	5.4	10.745	0.007	0.009	0
Si	8.122	8.156	10.741	-0.001	-0.01	-0.009
Si	5.405	10.876	10.724	0.004	-0.016	-0.005
Si	8.132	13.603	10.723	0.015	-0.006	0.001
Si	10.865	-0.007	10.742	0.02	-0.012	0.001
Si	13.578	2.722	10.784	0.014	0.009	0.003
Si	10.844	5.45	10.736	-0.009	0.003	-0.002
Si	13.62	8.217	10.757	-0.008	0.001	-0.003
Si	10.88	10.923	10.748	0.005	-0.005	-0.007
Si	13.629	13.641	10.79	0.002	-0.006	0.005
Si	16.333	0.031	10.826	-0.012	0.019	0.002
Si	19.11	2.783	10.85	-0.002	-0.008	-0.021
Si	16.363	5.496	10.81	0.006	-0.02	-0.009
Si	19.129	8.257	10.842	-0.001	-0.012	0.004
Si	16.371	10.958	10.783	0.005	0.009	-0.008
Si	19.078	13.658	10.846	-0.004	0.002	0.001
Si	21.82	0.061	10.87	0.008	0	-0.003
Si	24.559	2.802	10.92	-0.007	0.015	0.007
Si	21.853	5.535	10.883	-0.004	0.005	0
Si	24.57	8.211	10.943	0.006	-0.012	0.01
Si	21.823	10.941	10.889	-0.001	0.005	0.011
Si	24.557	13.656	10.92	-0.011	-0.007	0.006
Si	27.298	0.063	10.958	-0.012	-0.009	0.002
Si	29.99	2.744	10.987	0.006	0.008	0.01
Si	27.264	5.485	10.958	-0.002	0.012	0.008
Si	29.978	8.201	10.985	-0.007	0.009	0.002
Si	27.286	10.916	10.96	0.008	-0.004	-0.005
Si	30.035	13.63	10.999	0.018	-0.024	0.003
Si	32.726	0.015	10.997	0.02	-0.003	0.002
Si	35.422	2.727	10.999	0.006	-0.002	0.003
Si	32.709	5.475	10.998	-0.009	-0.007	-0.002
Si	35.427	8.209	10.99	-0.018	0.007	-0.004
Si	32.727	10.929	10.992	0.002	-0.013	0.004
Si	35.431	13.642	10.984	-0.014	0.003	-0.001
Si	38.119	0.016	11.001	-0.019	0.047	0.009
Si	40.829	2.731	10.982	-0.006	0.009	0.002
Si	38.127	5.456	10.992	0.012	0	-0.002
Si	40.842	8.17	10.976	0.015	-0.007	0.007
Si	38.141	10.905	10.989	0.002	-0.006	-0.002
Si	40.841	13.595	10.967	0.001	-0.01	-0.008
Si	43.539	-0.021	10.976	0.016	0.004	0.005
Si	46.24	2.689	10.923	0.003	-0.009	0.002
Si	43.545	5.451	10.951	-0.005	0.015	0.002
Si	46.239	8.123	10.93	-0.005	-0.002	0.005
Si	43.531	10.868	10.958	-0.012	0.001	0.007
Si	46.239	13.558	10.946	0.003	-0.003	0.005
Si	48.936	-0.05	10.915	-0.023	0.003	0.004
Si	51.636	2.664	10.902	0.006	0.009	0.005
Si	48.936	5.393	10.898	-0.004	0.002	0.002
Si	51.624	8.104	10.874	0.006	-0.004	-0.001
Si	48.931	10.808	10.915	0.009	-0.004	0.002
Si	51.644	13.517	10.899	0.002	-0.008	0.004
Si	54.346	-0.079	10.878	-0.009	-0.011	0.003
Si	57.029	2.649	10.862	0.007	0.009	0.003
Si	54.321	5.384	10.878	0	-0.008	-0.001
Si	57.036	8.106	10.848	-0.007	-0.011	-0.009
Si	54.337	10.81	10.864	-0.002	0.004	-0.004
Si	57.043	13.533	10.852	-0.002	0.005	-0.002
Si	59.757	-0.077	10.832	0.012	0.001	0
Si	62.472	2.661	10.809	0.009	-0.002	-0.004
Si	59.742	5.401	10.843	-0.006	0.002	0.005
Si	62.47	8.143	10.81	-0.011	0.006	0.001
Si	59.747	10.842	10.818	-0.006	0.003	-0.008
Si	62.472	13.547	10.793	0.001	0	0.005
Si	1.291	14.929	12.119	-0.002	-0.004	0.005
Si	4.025	1.338	12.096	-0.004	0.006	-0.001
Si	1.293	4.031	12.111	0.014	-0.02	0.005
Si	4.029	6.779	12.092	-0.005	-0.006	0.004
Si	1.289	9.498	12.107	0	-0.008	-0.009
Si	4.026	12.228	12.088	0.003	-0.001	-0.003
Si	6.749	14.954	12.074	0.007	0.01	-0.006
Si	9.489	1.359	12.085	0.009	0.01	-0.012
Si	6.76	4.064	12.095	-0.006	-0.006	0.008
Si	9.487	6.799	12.1	0.02	0.01	0.013
Si	6.759	9.517	12.087	-0.003	0.001	0.005
Si	9.508	12.269	12.095	0.006	-0.01	0.003
Si	12.239	14.986	12.127	0.013	0.004	0.008
Si	14.953	1.383	12.16	0.004	-0.02	0.005
Si	12.206	4.099	12.113	-0.027	0.002	0.008
Si	14.973	6.857	12.135	-0.01	0.002	0.007
Si	12.239	9.562	12.103	0.003	0.013	0.002
Si	14.987	12.285	12.154	-0.008	-0.012	0.007
Si	17.697	15	12.194	-0.022	0.003	0.004
Si	20.447	1.406	12.223	-0.013	0.016	0
Si	17.718	4.127	12.177	0.01	0.004	0.001
Si	20.467	6.879	12.223	0.022	0.007	0.01
Si	17.724	9.605	12.171	0.003	0.009	-0.009
Si	20.438	12.3	12.224	-0.014	-0.013	-0.001
Si	23.171	15.013	12.253	-0.01	0.001	-0.005
Si	25.911	1.425	12.293	0.001	0.022	-0.008
Si	23.194	4.161	12.262	-0.005	0.002	0.009
Si	25.914	6.851	12.317	-0.017	-0.008	0.009
Si	23.188	9.585	12.263	0	-0.013	0.002
Si	25.912	12.292	12.292	0.001	0.003	-0.006
Si	28.643	15	12.322	0.026	0.013	-0.007
Si	31.352	1.384	12.341	-0.006	-0.014	-0.002
Si	28.629	4.126	12.327	-0.01	-0.011	-0.013
Si	31.34	6.841	12.346	-0.005	-0.001	-0.005
Si	28.627	9.563	12.345	-0.011	-0.005	-0.003
Si	31.37	12.271	12.374	0.003	0.014	0.009
Si	34.075	14.985	12.364	0.001	0.006	0.005
Si	36.77	1.373	12.365	-0.004	-0.018	0.002
Si	34.06	4.106	12.345	0	0.014	-0.004
Si	36.774	6.837	12.348	-0.011	0.001	-0.002
Si	34.07	9.564	12.362	0.013	0.005	0.007
Si	36.782	12.274	12.346	0.008	-0.007	-0.008
Si	39.49	14.965	12.336	-0.008	-0.011	-0.012
Si	42.186	1.35	12.334	0.003	-0.003	-0.002
Si	39.477	4.093	12.35	0	0.012	-0.005
Si	42.203	6.808	12.329	0.016	-0.002	-0.001
Si	39.493	9.543	12.344	-0.008	-0.007	0.002
Si	42.187	12.236	12.328	0.004	-0.005	-0.008
Si	44.895	14.927	12.324	-0.016	-0.004	-0.004
Si	47.583	1.311	12.282	-0.004	0.03	-0.008
Si	44.901	4.057	12.298	0.008	-0.011	-0.012
Si	47.6	6.747	12.284	0.003	-0.016	-0.003
Si	44.898	9.499	12.298	0.012	0.01	-0.003
Si	47.604	12.192	12.29	-0.007	-0.005	-0.003
Si	50.297	14.891	12.265	0.014	0.005	0.006
Si	53.002	1.29	12.247	0	0.01	-0.005
Si	50.295	4.031	12.267	0.001	-0.014	-0.001
Si	52.987	6.757	12.242	-0.012	-0.001	-0.003
Si	50.298	9.453	12.276	-0.003	-0.001	-0.004
Si	53.005	12.157	12.257	0.011	0	0.001
Si	55.707	14.885	12.24	0.02	0.016	0.001
Si	58.411	1.291	12.197	0	-0.004	-0.001
Si	55.688	4.021	12.227	-0.025	0.007	0.004
Si	58.394	6.759	12.214	-0.001	-0.009	0.004
Si	55.706	9.467	12.232	0.008	-0.02	-0.003
Si	58.402	12.184	12.211	-0.007	0.009	0.004
Si	61.118	14.887	12.177	0.007	0.001	0.004
Si	63.843	1.303	12.142	0.017	-0.004	0.003
Si	61.126	4.039	12.171	0.01	0.001	0.001
Si	63.849	6.772	12.131	0.006	-0.01	-0.001
Si	61.103	9.492	12.176	-0.005	0.005	-0.001
Si	63.825	12.201	12.15	-0.004	0.004	0.003
Si	2.648	-0.003	13.45	0.009	0.012	-0.009
Si	5.4	2.703	13.441	0.001	-0.001	-0.001
Si	2.659	5.42	13.431	0.004	0.008	-0.005
Si	5.397	8.145	13.436	-0.005	-0.002	-0.006
Si	2.656	10.868	13.449	-0.006	0.001	-0.001
Si	5.385	13.601	13.444	0.005	0.007	0.004
Si	8.117	-0.005	13.431	-0.011	-0.009	-0.002
Si	10.845	2.722	13.461	0.005	0.002	0.002
Si	8.128	5.423	13.455	-0.016	-0.002	-0.002
Si	10.864	8.178	13.427	0.003	-0.002	-0.013
Si	8.137	10.891	13.419	0.019	-0.003	-0.015
Si	10.873	13.617	13.469	0	0.002	0.002
Si	13.588	0.019	13.511	-0.006	0.03	0.002
Si	16.349	2.732	13.502	-0.01	0.007	-0.016
Si	13.589	5.474	13.459	0.021	0.001	0.005
Si	16.337	8.226	13.497	0.022	0.001	0
Si	13.593	10.915	13.475	-0.009	-0.028	-0.007
Si	16.326	13.645	13.543	0.009	-0.003	0.007
Si	19.072	0.023	13.558	-0.002	0.005	-0.005
Si	21.819	2.764	13.571	0.008	-0.007	-0.013
Si	19.083	5.479	13.537	-0.018	-0.02	-0.003
Si	21.822	8.223	13.607	-0.007	-0.008	0.003
Si	19.064	10.947	13.576	0.001	0.005	0.008
Si	21.803	13.641	13.605	-0.007	-0.006	-0.001
Si	24.54	0.036	13.623	-0.006	-0.012	0.003
Si	27.267	2.767	13.678	0.01	0.008	0.009
Si	24.549	5.494	13.656	0.006	0.004	0.005
Si	27.261	8.211	13.697	0.006	-0.006	-0.005
Si	24.545	10.933	13.647	0.004	0.01	-0.002
Si	27.269	13.635	13.671	-0.009	-0.009	0.001
Si	29.991	0.03	13.697	0.001	0	0.004
Si	32.693	2.76	13.707	-0.002	0.008	-0.002
Si	29.979	5.489	13.705	-0.001	0.007	-0.002
Si	32.693	8.206	13.714	-0.007	-0.012	-0.009
Si	29.985	10.914	13.716	-0.005	-0.011	-0.009
Si	32.718	13.638	13.733	0.013	-0.005	0.001
Si	35.419	0.023	13.732	0	0.011	0.001
Si	38.121	2.737	13.716	-0.013	0.002	0.002
Si	35.406	5.475	13.702	-0.012	-0.013	-0.007
Si	38.126	8.209	13.708	0.02	0.003	0.002
Si	35.425	10.929	13.722	-0.003	-0.008	0.002
Si	38.133	13.63	13.715	-0.009	-0.001	0.002
Si	40.835	-0.003	13.713	-0.002	0.011	0.006
Si	43.563	2.697	13.681	-0.002	0.013	0
Si	40.846	5.452	13.69	0	0.001	0.001
Si	43.555	8.164	13.689	0.003	-0.002	0.01
Si	40.839	10.907	13.716	0.004	0.018	0.004
Si	43.53	13.589	13.695	-0.006	-0.007	0.004
Si	46.252	-0.04	13.685	-0.005	-0.009	0.004
Si	48.951	2.656	13.627	-0.011	-0.006	0.002
Si	46.267	5.394	13.671	0.01	0.006	0.008
Si	48.967	8.088	13.654	0.006	-0.004	0.008
Si	46.249	10.853	13.662	-0.006	0	0.002
Si	48.96	13.54	13.663	-0.009	-0.009	0.001
Si	51.669	-0.081	13.621	-0.005	0.004	0.004
Si	54.363	2.651	13.605	0.009	-0.004	0.002
Si	51.663	5.392	13.621	0.006	0.01	0.002
Si	54.353	8.114	13.601	0.006	0.004	-0.007
Si	51.658	10.811	13.644	0.009	-0.01	-0.001
Si	54.378	13.5	13.615	-0.013	-0.007	-0.005
Si	57.075	-0.066	13.583	0.004	0	0.004
Si	59.775	2.67	13.53	-0.008	-0.003	0.005
Si	57.046	5.396	13.576	-0.002	-0.015	0.003
Si	59.753	8.143	13.556	0.008	0.005	0.007
Si	57.072	10.822	13.599	0.003	0.015	-0.009
Si	59.76	13.547	13.564	0.005	-0.004	-0.013
Si	62.486	-0.062	13.503	-0.005	0.002	-0.011
Si	-0.075	2.682	13.474	-0.015	0.001	-0.006
Si	62.49	5.425	13.504	0.013	0.013	0.009
Si	-0.08	8.152	13.475	0.01	0	0.004
Si	62.45	10.866	13.524	-0.004	-0.01	0.001
Si	-0.085	13.574	13.472	0.003	0.01	-0.006
Si	1.273	1.322	14.83	0.021	0.014	0.012
Si	4.033	4.074	14.77	-0.005	-0.006	0.004
Si	1.3	6.776	14.787	0.001	-0.006	-0.005
Si	4.032	9.504	14.785	0.007	-0.018	-0.003
Si	1.276	12.221	14.809	-0.002	-0.007	-0.001
Si	4.021	14.982	14.795	-0.009	-0.01	0.006
Si	6.772	1.36	14.8	0.003	0.01	0.007
Si	9.486	4.064	14.832	-0.004	-0.012	0.003
Si	6.76	6.788	14.793	0.002	0.015	0.01
Si	9.497	9.534	14.771	-0.006	-0.002	-0.003
Si	6.776	12.24	14.775	0.005	-0.021	-0.016
Si	9.478	14.965	14.796	0.012	0.002	-0.007
Si	12.205	1.375	14.842	-0.008	-0.009	-0.008
Si	14.96	4.099	14.801	0.004	-0.009	-0.006
Si	12.221	6.847	14.809	-0.029	0.018	0.011
Si	14.94	9.568	14.849	-0.002	0.012	-0.001
Si	12.233	12.265	14.841	0.014	-0.009	0.01
Si	14.94	14.987	14.896	-0.014	0.005	-0.006
Si	17.689	1.364	14.899	-0.015	0.008	-0.001
Si	20.434	4.102	14.909	0.002	0.012	0.01
Si	17.699	6.852	14.848	-0.001	0.008	0.001
Si	20.438	9.585	14.931	0.014	-0.007	-0.015
Si	17.683	12.306	14.926	-0.003	0.001	0.005
Si	20.416	14.986	14.951	-0.003	-0.007	0.003
Si	23.152	1.392	14.951	-0.003	0.03	-0.001
Si	25.908	4.135	15.025	-0.006	-0.007	0.006
Si	23.18	6.866	14.984	0.004	0.004	0.004
Si	25.898	9.584	15.041	-0.002	-0.019	-0.005
Si	23.169	12.29	14.989	-0.003	-0.003	-0.005
Si	25.897	15	15.012	-0.008	0.011	0.006
Si	28.625	1.397	15.039	0.008	-0.006	-0.008
Si	31.336	4.129	15.07	0.005	-0.001	0.01
Si	28.624	6.861	15.063	-0.02	0.014	0.001
Si	31.338	9.561	15.092	-0.008	0.014	0
Si	28.608	12.272	15.063	0.019	-0.005	0.001
Si	31.333	14.992	15.075	0.004	-0.008	-0.007
Si	34.048	1.396	15.062	0.022	-0.019	-0.002
Si	36.747	4.102	15.058	0.001	0.023	-0.006
Si	34.053	6.841	15.067	0	-0.005	-0.001
Si	36.793	9.591	15.091	0.001	-0.004	0.013
Si	34.075	12.287	15.098	-0.027	0.023	0.002
Si	36.778	14.981	15.091	0.005	0.003	-0.008
Si	39.468	1.36	15.068	-0.026	0.008	0.001
Si	42.199	4.06	15.026	0.002	0.016	-0.008
Si	39.499	6.845	15.035	0.007	-0.016	-0.006
Si	42.212	9.547	15.057	0.013	-0.012	-0.008
Si	39.497	12.292	15.087	0	-0.008	-0.007
Si	42.185	14.948	15.084	0.013	-0.023	0
Si	44.898	1.316	15.064	-0.016	0.016	-0.001
Si	47.633	4.012	15.021	0.001	-0.011	0.001
Si	44.917	6.778	15.021	-0.003	-0.006	-0.014
Si	47.612	9.469	14.991	-0.003	0.003	-0.018
Si	44.897	12.224	15.029	0.006	-0.019	-0.02
Si	47.612	14.907	15.038	0.016	-0.003	-0.004
Si	50.3	1.277	14.973	0.016	-0.004	-0.009
Si	53.034	4.034	14.965	0.005	-0.014	-0.005
Si	50.338	6.731	15.03	-0.003	-0.006	0.009
Si	53.028	9.457	15.008	-0.017	0.012	0.003
Si	50.319	12.171	15.026	0.005	0.013	-0.009
Si	53.031	14.859	14.971	0.001	-0.002	-0.007
Si	55.742	1.297	14.956	0.005	0.011	-0.01
Si	58.427	4.03	14.898	0	0.01	-0.004
Si	55.719	6.772	14.96	-0.008	-0.006	-0.004
Si	58.441	9.499	14.98	0.005	-0.023	0.011
Si	55.728	12.145	15.004	0.029	-0.019	0.012
Si	58.419	14.892	14.953	-0.017	0.02	0.005
Si	61.134	1.292	14.863	0.026	-0.015	0
Si	63.858	4.052	14.831	0.018	-0.011	0.009
Si	61.142	6.798	14.877	-0.007	-0.017	-0.002
Si	63.821	9.507	14.841	-0.002	0.012	0.002
Si	61.098	12.197	14.938	-0.015	0.035	0.003
Si	63.832	14.898	14.862	0.013	-0.018	0.002
Si	-0.093	-0.054	16.195	-0.017	0.003	0.023
Si	2.643	2.743	16.108	-0.013	-0.008	-0.007
Si	-0.063	5.443	16.158	0.018	-0.003	-0.003
Si	2.668	8.131	16.126	-0.002	0.003	0.003
Si	-0.112	10.884	16.174	0.011	0.01	0.002
Si	2.627	13.628	16.117	-0.008	0.003	0.001
Si	5.392	0.026	16.149	0.018	0.005	0.011
Si	8.129	2.687	16.205	-0.001	-0.007	0.001
Si	5.396	5.416	16.139	0.001	0.003	0.008
Si	8.137	8.169	16.113	-0.006	0.006	-0.004
Si	5.422	10.865	16.109	0.002	-0.016	0.003
Si	8.128	13.593	16.149	0.024	0.005	0.007
Si	10.812	0.005	16.171	0.011	0.041	-0.026
Si	13.608	2.736	16.161	0.007	-0.001	-0.016
Si	10.868	5.456	16.141	-0.012	0.001	-0.001
Si	13.565	8.21	16.201	0.02	-0.003	0.007
Si	10.842	10.885	16.147	-0.015	-0.013	-0.017
Si	13.561	13.628	16.247	-0.004	-0.01	0.008
Si	16.318	0.004	16.27	0.008	-0.012	-0.002
Si	19.086	2.693	16.249	0.021	-0.016	0.007
Si	16.312	5.466	16.149	-0.004	0.008	-0.011
Si	19.057	8.198	16.226	0.014	-0.004	0.004
Si	16.252	10.961	16.222	-0.005	-0.014	0.003
Si	19.048	13.634	16.331	-0.005	-0.002	0.002
Si	21.791	0.015	16.306	-0.009	-0.008	0.003
Si	24.524	2.731	16.309	0.009	-0.012	-0.013
Si	21.789	5.473	16.263	-0.023	-0.019	0
Si	24.525	8.225	16.382	-0.008	-0.003	-0.001
Si	21.797	10.918	16.33	-0.004	-0.006	-0.005
Si	24.534	13.634	16.371	0.003	-0.019	-0.001
Si	27.266	0.026	16.386	0.02	0.017	-0.004
Si	29.968	2.762	16.415	-0.019	-0.02	-0.001
Si	27.258	5.504	16.409	-0.019	-0.015	-0.003
Si	29.97	8.211	16.461	0.004	-0.02	0.008
Si	27.256	10.917	16.448	-0.011	0.015	0.01
Si	29.966	13.625	16.427	0.012	0.001	-0.007
Si	32.688	0.047	16.417	-0.014	0.007	0.001
Si	35.392	2.745	16.439	-0.002	0.01	-0.004
Si	32.7	5.484	16.446	0.002	0.016	0
Si	35.414	8.218	16.411	-0.006	0.005	-0.005
Si	32.688	10.946	16.443	0.01	-0.009	-0.006
Si	35.427	13.643	16.475	0.014	-0.014	0.006
Si	38.112	0.025	16.463	0.002	-0.014	-0.012
Si	40.855	2.7	16.398	0.003	-0.011	0.01
Si	38.13	5.481	16.356	-0.019	-0.008	-0.006
Si	40.838	8.214	16.408	-0.001	-0.004	0
Si	38.142	10.975	16.472	-0.002	0.015	0.01
Si	40.822	13.642	16.5	-0.009	0.014	-0.005
Si	43.544	-0.039	16.459	-0.004	0.001	0.019
Si	46.299	2.649	16.402	0.008	-0.003	0.003
Si	43.547	5.43	16.367	0.013	0.004	-0.003
Si	46.278	8.132	16.379	-0.001	0.003	0.004
Si	43.564	10.902	16.432	0	0.019	0.01
Si	46.239	13.563	16.402	-0.022	0.008	0.003
Si	49.006	-0.091	16.399	-0.022	0.013	0
Si	51.659	2.659	16.28	-0.019	0	0.003
Si	49.007	5.344	16.395	0.013	-0.004	0.012
Si	51.717	8.083	16.395	0	0.01	0.004
Si	48.963	10.79	16.373	-0.007	0.002	-0.006
Si	51.694	13.524	16.386	0.019	-0.015	-0.008
Si	54.423	-0.118	16.295	0.004	0.007	-0.006
Si	57.119	2.665	16.301	-0.005	-0.009	-0.003
Si	54.415	5.38	16.331	-0.011	-0.002	0.002
Si	57.056	8.158	16.327	-0.008	0.007	0
Si	54.375	10.795	16.408	0.013	0.011	0.002
Si	57.105	13.501	16.347	-0.012	0.017	-0.001
Si	59.798	-0.05	16.271	0.014	0.016	-0.004
Si	62.501	2.673	16.172	-0.007	0.01	-0.003
Si	59.777	5.435	16.21	0.009	-0.008	-0.012
Si	62.47	8.188	16.248	-0.009	0.003	0.01
Si	59.789	10.859	16.385	0.008	0.017	0.02
Si	62.467	13.566	16.263	-0.001	0.016	-0.008
O	8.221	0.626	0.977	-0.18	-0.184	-0.324
O	10.125	1.969	1.913	0.145	-0.361	0.161
O	5.842	3.579	1.341	-0.472	-0.11	-0.339
O	15.942	12.731	1.478	-0.374	0.158	0.014
O	17.416	14.828	1.692	0.095	0.461	0.178
O	17.429	-0.156	33.294	-0.41	0.219	-0.188
O	20.855	13.349	0.568	-0.18	0.369	-0.258
O	23.49	4.588	1.853	0.016	-0.504	0.312
O	24.757	6.8	1.15	0.036	0.139	-0.07
O	26.032	8.808	0.033	-0.473	0.517	-0.224
O	23.566	10.168	32.978	0.481	0.113	-0.102
O	24.508	6.249	31.854	-0.387	-0.307	0.104
O	26.651	0.063	0.902	-0.225	0.064	-0.577
O	29.056	15.515	1.683	-0.047	0.03	0.063
O	32.078	12.57	1.854	0.295	-0.297	-0.036
O	33.534	14.802	1.917	0.156	0.418	0.251
O	34.723	0.01	0.044	-0.289	0.198	-0.352
O	41.723	11.835	1.504	0.419	-0.111	0.106
O	50.694	10.465	1.303	0.447	-0.175	-0.076
O	25.723	5.217	2.981	0.353	0.205	-0.026
O	10.34	15.388	21.434	0.083	-0.324	0.033
O	9.226	1.419	21.602	-0.272	-0.117	-0.128
O	7.78	3.459	22.638	0.479	0.398	0.353
O	10.981	0.829	23.24	0.294	-0.277	0.387
O	12.582	0.646	25.12	0.289	0.09	0.503
O	13.672	2.665	22.991	0.379	-0.067	0.415
O	11.947	4.589	22.512	0.298	-0.173	-0.052
O	9.89	11.244	22.801	0.072	0.043	0.371
O	12.927	14.999	23.184	-0.584	0.471	-0.086
O	14.58	13.112	22.819	0.26	0.246	0.28
O	17.267	15.311	24.238	-0.003	-0.243	-0.266
O	18.722	13.758	25.796	0.046	0.056	0.447
O	19.179	12.966	23.35	-0.208	0.383	0.08
O	23.228	8.841	22.548	-0.195	-0.253	0.112
O	35.193	3.279	23.149	0.111	-0.198	0.588
O	33.868	10.487	23.073	0.402	0.531	0.28
O	39.26	-0.364	24.276	0.544	0.208	-0.108
O	47.274	1.813	22.616	0.522	-0.036	-0.005
O	48.499	0.66	24.643	0.155	0.117	0.49
O	49.396	4.234	22.936	-0.347	-0.337	-0.019
O	52.923	7.031	22.641	0.57	-0.008	-0.208
O	54.16	5.448	24.472	0.185	0.309	0.627
O	52.587	11.47	22.521	-0.167	-0.242	0.114
O	54.665	10.042	23.079	-0.136	-0.218	0.329
O	63.589	12.944	22.836	-0.207	-0.395	-0.191
O	1.918	15.581	23.883	0.378	0.123	0.162
O	2.745	9.196	25.804	0.151	-0.084	-0.318
O	3.908	0.89	24.236	0.631	-0.026	0.466
O	5.356	2.684	23.058	-0.05	0.087	0.259
O	1.624	4.971	23.878	-0.325	0.298	0.271
O	63.29	8.353	29.897	0.183	-0.023	-0.273
O	3.367	6.936	24.1	-0.238	0.249	0.224
O	0.63	3.913	26.28	-0.595	0.086	-0.26
O	4.849	13.571	23.203	-0.228	0.101	0.064
O	5.086	12.25	27.866	0.028	-0.522	0.63
O	12.778	3.21	29.526	-0.122	-0.433	0.457
O	10.052	1.203	25.695	-0.591	0.127	-0.306
O	6.421	4.252	24.765	0.658	0.291	0.298
O	7.432	7.099	26.268	-0.075	0.323	0.036
O	7.387	10.512	23.583	-0.017	-0.112	0.512
O	8.8	12.276	24.837	0.387	0.166	0.231
O	6.578	15.017	24.459	0.14	0.396	0.118
O	13.214	14.649	25.875	0.367	-0.626	-0.131
O	18.994	2.509	25.533	0.196	0.397	0.269
O	11.598	3.034	24.587	-0.488	0.125	0.539
O	14.039	5.442	29.138	0.453	0.339	0.154
O	14.916	6.959	24.33	0.074	-0.033	0.399
O	11.646	9.251	24.217	0.008	0.299	0.513
O	13.68	10.737	23.492	-0.023	0.161	0.474
O	15.983	11.668	24.47	-0.003	0.579	0.407
O	19.022	13.189	31.006	0.266	0.185	0.029
O	18.744	-0.009	26.188	-0.113	0.186	0.503
O	20.109	0.647	24.078	0.202	-0.609	-0.168
O	21.677	2.654	23.437	0.2	0.047	0.419
O	11.314	8.258	33.252	-0.058	0.197	-0.316
O	22.394	6.928	25.048	0.133	0.04	-0.202
O	21.146	9.049	24.077	-0.016	0.368	-0.099
O	16.565	7.759	27.232	-0.038	-0.173	-0.474
O	18.466	11.249	25.298	0.141	-0.337	0.411
O	22.179	14.064	24.056	-0.285	-0.088	-0.06
O	24.505	1.899	29.009	-0.313	0.413	-0.142
O	23.1	4.444	24.595	-0.116	-0.02	0.303
O	15.177	3.224	28.379	-0.073	-0.638	-0.084
O	24.758	5.904	25.928	0.079	-0.433	0.375
O	23.058	10.928	24.015	0.025	0.249	-0.127
O	23.554	12.558	25.812	0.323	0.249	0.651
O	25.487	9.569	28.222	-0.567	0.408	0.161
O	17.226	9.678	28.955	-0.284	-0.207	0.374
O	27.021	13.031	24.53	0.029	-0.065	-0.18
O	27.333	3.5	28.95	0.282	0.312	-0.018
O	30.589	1.483	24.668	-0.364	-0.337	0.573
O	32.025	3.682	24.585	0.522	-0.143	-0.248
O	29.031	9.202	27.942	-0.224	-0.276	0.095
O	31.438	6.243	24.426	-0.546	0.094	0.194
O	15.288	6.09	31.823	-0.353	0.287	0.146
O	27.357	8.261	23.494	-0.077	0.054	0.348
O	29.316	9.811	24.444	0.127	-0.066	0.107
O	31.073	11.78	24.462	0.144	0.019	0.277
O	32.607	13.75	23.82	-0.286	-0.132	0.229
O	34.397	15.43	24.792	-0.218	0.046	-0.073
O	31.639	7.532	32.472	0.06	0.056	-0.229
O	36.825	-0.045	25.243	-0.027	-0.221	-0.15
O	32.889	5.802	29.084	-0.083	0.341	0.118
O	37.279	4.498	25.836	-0.623	-0.042	0.141
O	37.283	6.747	24.462	0.152	0.469	-0.011
O	32.793	8.196	23.45	-0.321	0.353	0.036
O	31.556	9.065	28.507	0.207	0.34	0.372
O	37.244	13.614	28.908	0.024	-0.395	0.387
O	37.94	13.995	23.12	-0.123	0.423	-0.53
O	39.092	11.123	26.295	-0.065	0.319	0.305
O	41.738	1.116	24.492	-0.591	0.204	0.193
O	38.266	2.109	24.959	0.069	-0.027	-0.034
O	39.614	4.352	24.598	0.222	0.42	0.3
O	45.217	2.219	27.396	0.108	0.094	0.47
O	39.045	9.216	24.456	-0.544	-0.354	-0.06
O	40.524	4.001	29.368	-0.151	0.515	0.142
O	40.878	10.86	23.63	-0.2	-0.131	0.108
O	42.572	12.514	24.815	0.001	-0.132	0.392
O	45.347	15.877	27.241	0.22	0.216	-0.054
O	44.393	14.305	24.401	0.36	0.054	0.272
O	46.25	-0.31	23.813	0.061	0.069	-0.052
O	49.554	4.756	27.354	0.332	-0.252	-0.431
O	43.046	7.51	26.152	0.378	-0.184	0.439
O	42.106	8.523	28.369	0.275	-0.028	0.143
O	46.779	6.129	24.303	0.046	0.142	0.432
O	46.29	10.643	23.774	0.068	0.134	0.578
O	43.351	12.928	30.587	-0.265	0.558	-0.173
O	55.951	0.648	29.2	-0.09	0.525	-0.098
O	50.792	2.819	24.681	-0.505	-0.167	0.08
O	51.6	5.195	23.928	-0.184	0.169	0.115
O	52.442	7.365	25.198	0.348	-0.058	0.345
O	51.777	5.92	28.062	-0.014	0.55	0.216
O	47.79	10.266	30.414	0.052	0.216	0.211
O	51.46	9.398	26.629	-0.319	0.489	0.115
O	50.531	12.23	24.199	-0.03	-0.498	0.194
O	53.073	12.847	24.571	0.282	-0.16	0.184
O	58.815	12.269	24.787	0.251	-0.334	0.311
O	57.704	1.75	24.528	0.189	-0.488	0.148
O	54.285	2.75	23.942	-0.051	-0.146	0.462
O	56.516	4.152	24.427	0.035	0.113	-0.097
O	55.572	5.95	29.528	-0.179	0.244	0.206
O	55.706	8.826	25.07	0.003	-0.353	-0.126
O	59.809	14.379	23.801	-0.263	-0.008	-0.27
O	63.138	3.164	27.808	0.515	0.267	-0.235
O	-0.061	2.974	23.33	0.022	-0.114	0.642
O	-0.152	1.532	26.967	-0.041	-0.463	0.012
O	63.925	6.647	24.352	-0.135	0.074	0.027
O	57.61	3.52	26.669	-0.115	-0.608	0.186
O	5.588	5.291	26.971	-0.159	-0.232	0.621
O	58.446	5.032	28.702	0.36	0.253	-0.18
O	5.546	3.315	29.071	-0.6	0.229	-0.01
O	4.513	4.766	31.311	-0.023	-0.203	-0.169
O	60.58	11.397	32.321	-0.358	0.23	0.003
O	0.804	10.757	25.061	-0.529	-0.028	0.08
O	0.354	8.258	25.463	0.166	-0.009	-0.034
O	58.508	8.577	26.299	-0.35	0.453	-0.311
O	0.473	10.022	31.673	-0.322	0.139	-0.018
O	7.453	11.307	26.971	0.327	-0.613	0.648
O	62.863	10.553	31.281	0.146	-0.125	-0.004
O	4.153	1.218	28.719	0.111	-0.256	0.133
O	5.897	12.647	25.435	-0.132	-0.161	-0.659
O	1.588	1.666	25.065	-0.333	0.093	-0.569
O	64.243	7.951	32.326	-0.388	-0.223	0.167
O	6.463	6.476	31.084	0.191	0.304	0.023
O	10.002	7.616	25.752	0.075	0.146	0.452
O	4.864	7.66	26.319	-0.141	-0.203	-0.62
O	14.905	-0.117	24.475	-0.084	-0.077	0.549
O	11.071	15.645	27.194	-0.442	-0.303	-0.293
O	12.244	6.79	24.619	-0.043	-0.242	-0.305
O	15.283	8.379	30.82	-0.152	-0.053	0.253
O	16.637	6.498	29.564	0.25	-0.228	0.117
O	17.612	7.142	31.821	-0.128	-0.076	-0.402
O	14.066	0.736	30.476	0.073	0.312	-0.333
O	17.811	3.026	28.554	0.255	0.427	0.288
O	17.046	0.537	28.683	-0.581	0.37	-0.112
O	59.082	10.637	27.929	-0.294	0.333	0.133
O	15.03	3.656	30.921	0.273	-0.309	-0.107
O	23.298	6.548	29.459	-0.199	0.326	0.252
O	22.781	11.944	31.124	-0.189	-0.045	-0.421
O	19.97	7.657	25.926	-0.488	0.092	-0.062
O	13.666	4.683	24.615	0.524	-0.159	-0.05
O	18.552	9.09	0.544	-0.261	0.095	-0.247
O	16.315	10.299	26.604	-0.104	0.29	0.177
O	23.129	3.611	30.507	0.164	0.406	0.348
O	52.397	8.819	29.072	0.199	-0.464	-0.157
O	28.182	12.521	31.625	-0.091	-0.285	-0.482
O	20.053	7.976	32.033	0.252	-0.305	-0.014
O	29.698	11.327	26.568	-0.017	0.465	-0.006
O	21.29	7.402	28.185	0.279	0.264	0.075
O	0.142	2.491	31.803	-0.332	0.132	-0.113
O	23.272	13.835	28.742	0.052	-0.544	0.136
O	29.69	3.906	25.674	0.039	0.595	-0.005
O	37.926	3.897	29.111	-0.09	0.311	0.228
O	32.227	5.29	26.688	0.084	-0.117	0.131
O	25.875	13.204	28.903	-0.128	-0.318	-0.065
O	41.818	4.129	31.746	-0.555	-0.126	0.282
O	27.222	9.593	30.241	0.103	0.364	-0.146
O	63.304	12.637	0.113	-0.222	0.674	-0.18
O	47.447	11.349	28.102	0.246	-0.283	-0.342
O	46.566	13.581	27.064	-0.184	0.246	-0.177
O	35.667	11.892	27.858	-0.313	-0.055	0.378
O	32.901	2.623	31.205	0.178	0.027	-0.085
O	38.255	14.994	31.005	0.203	0.06	-0.219
O	35.784	1.686	33.235	-0.537	0.227	-0.281
O	30.821	4.202	28.653	-0.194	0.202	0.546
O	35.676	9.304	27.355	0.454	-0.009	0.041
O	31.537	2.44	26.853	0.616	-0.185	0.001
O	53.381	15.238	25.433	-0.011	0.072	-0.005
O	29.243	2.081	28.027	-0.024	-0.319	0.181
O	2.246	2.297	27.517	0.151	0.234	0.101
O	61.31	9.956	29.267	-0.359	-0.223	0.454
O	14.857	10.877	30.205	-0.04	0.432	-0.507
O	46.147	2.029	24.951	-0.456	-0.011	-0.136
O	7.872	13.897	26.581	0.36	0.422	0.209
O	10.964	15.91	0.396	-0.495	-0.196	0.134
O	3.686	11.285	33.118	0.309	-0.278	-0.368
O	43.046	4.615	29.473	-0.177	0.234	-0.469
O	20.483	3.158	31.016	-0.325	0.536	-0.083
O	40.586	6.866	26.834	0.142	-0.479	-0.361
O	30.016	12.35	0.37	0.12	0.426	-0.16
O	39.411	3.48	26.985	0.4	0.208	0.177
O	16.47	4.112	33.151	0.348	-0.26	-0.441
O	52.169	3.756	26.679	0.145	0.122	-0.356
O	47.559	3.267	26.654	0.424	-0.224	-0.452
O	47.842	3.899	31.453	0.067	-0.531	-0.131
O	41.87	10.802	29.837	0.033	0.462	-0.485
O	48.774	7.828	23.656	-0.04	0.032	0.232
O	18.342	1.652	30.739	-0.507	-0.105	0.157
O	58.017	14.593	25.766	0.189	0.1	0.251
O	43.935	13.666	26.896	-0.192	-0.078	0.445
O	51.185	14.919	28.419	0.077	0.144	-0.562
O	48.093	6.132	0.223	0.085	-0.096	-0.198
O	7.573	13.679	30.51	-0.096	-0.455	0.167
O	13.324	15.616	28.41	0.103	0.385	-0.094
O	52.5	1.275	26.075	0.263	0.078	0.7
O	51.029	1.498	29.393	0.513	0.098	-0.21
O	50.121	7.168	26.372	-0.422	-0.374	-0.079
O	50.283	0.7	31.783	0.104	0.236	0.384
O	13.995	12.388	32.121	-0.389	-0.129	0.394
O	22.565	5.334	27.127	-0.102	-0.385	0.088
O	49.008	0	28.503	-0.541	-0.066	-0.155
O	46.123	7.891	0.929	-0.003	-0.013	-0.405
O	60.776	2.549	28.722	0.108	-0.39	-0.258
O	59.342	0.467	29.341	-0.543	0.068	-0.403
O	64.768	5.674	0.834	-0.155	0.01	-0.549
O	55.689	5.952	32.161	-0.228	-0.125	-0.013
O	61.027	14.903	28.423	0.423	0.499	-0.083
O	60.736	7.41	25.953	0.43	-0.453	-0.09
O	55.515	7.483	27.335	-0.154	-0.057	0.321
O	59.781	5.227	30.904	0.087	0.126	0.265
O	54.787	11.695	29.179	0.109	-0.211	-0.072
O	61.214	12.253	28.128	0.287	-0.06	0.547
O	16.473	2.824	26.252	-0.69	-0.335	0.095
O	63.121	13.884	27.259	-0.129	0.1	0.144
O	-0.001	12.344	27.658	0.087	0.097	-0.002
O	61.786	15.873	24.613	0.295	-0.366	0.134
O	36.497	2.976	31.081	-0.303	0.119	-0.059
O	9.462	6.564	28.874	-0.567	0.389	-0.175
O	61.27	10.014	26.68	0.009	0.407	-0.279
O	58.668	14.184	29.312	0.288	-0.55	-0.381
O	53.438	11.718	0.18	-0.071	0.318	-0.18
O	21.828	14.456	31.399	-0.099	-0.051	-0.284
O	61.644	9.253	24.299	0.287	0.21	0.154
O	62	3.865	31.513	0.341	-0.188	0.079
O	3.029	13.884	27.855	-0.304	-0.445	0.287
O	62.717	2.458	0.124	0.039	0.106	-0.231
O	11.485	1.935	27.702	0.113	-0.042	0.001
O	48.981	14.374	24.533	-0.202	0.054	0.023
O	5.376	14.727	26.89	-0.089	0.344	0.176
O	45.477	4.656	30.429	-0.156	-0.552	0.28
O	56.771	1.501	31.694	0.159	0.439	-0.313
O	54.375	5.264	0.931	0.096	-0.083	-0.422
O	13.855	4.499	33.138	-0.142	0.48	-0.082
O	60.147	3.428	33.283	-0.563	0.05	-0.263
O	4.921	2.786	26.561	-0.047	-0.144	-0.38
O	9.172	0.805	28.203	0.188	0.034	0.259
O	0.809	9.88	27.543	0.322	-0.49	0.15
O	5.157	14.305	29.468	-0.182	0.254	0.44
O	8.058	10.773	31.73	-0.329	0.476	-0.395
O	3.747	9.124	28.179	0.096	0.388	-0.008
O	48.74	2.626	28.899	-0.255	-0.087	0.503
O	27.158	6.496	0.058	0.129	-0.101	0.59
O	12.151	13.342	27.849	0.464	-0.442	0.222
O	10.256	3.986	28.842	-0.304	-0.37	0.569
O	37.133	12.062	24.661	-0.354	-0.401	0.192
O	27.655	14.813	32.461	-0.126	0.268	-0.148
O	9.204	5.211	26.667	0.25	-0.595	-0.475
O	13.824	6.477	26.673	0.393	0.162	-0.017
O	9.557	15.372	31.167	0.046	0.4	-0.279
O	56.579	9.896	27.314	-0.183	0.623	0.242
O	61.063	14.243	33.268	0.244	-0.205	0.061
O	9.94	13.619	29.28	0.104	0.508	-0.036
O	30.104	2.607	1.027	-0.025	0.202	-0.25
O	28.467	4.32	0.129	-0.298	-0.165	-0.438
O	12.586	2.53	32.1	-0.048	0.213	-0.491
O	27.316	10.451	33.29	-0.436	0.109	0.395
O	29.335	10.235	31.587	0.623	-0.092	0.044
O	33.436	8.038	26.89	-0.368	-0.492	0.202
O	2.754	-0.411	26.251	0.677	-0.054	0.266
O	54	9.591	27.035	0.118	0.302	-0.229
O	10.821	6.892	31.08	0.077	-0.196	0.046
O	31.513	9.564	25.885	-0.017	-0.481	-0.318
O	16.54	12.398	31.278	-0.022	0.299	-0.714
O	24.862	2.01	0.777	0.307	0.656	0.178
O	12.272	4.567	27.396	-0.242	0.04	-0.572
O	33.401	10.608	27.417	-0.304	0.702	0.189
O	50.18	1.87	26.97	-0.102	-0.099	-0.142
O	31.775	10.351	0.455	-0.437	0.136	-0.189
O	17.185	9.258	24.344	-0.101	-0.387	0.3
O	22.5	11.768	1.491	-0.208	-0.094	0.526
O	26.304	7.943	26.282	0.002	-0.122	0.251
O	21.715	2.423	28.751	0.371	0.208	0.003
O	45.005	-0.083	32.459	-0.01	0.262	-0.222
O	25.702	3.092	31.017	0.068	-0.322	0.221
O	3.916	13.782	32.312	-0.056	-0.103	-0.188
O	44.389	8.622	24.221	0.25	0.201	0.463
O	30.512	6.762	28.137	-0.206	0.018	-0.006
O	23.844	1.311	31.505	0.255	-0.679	-0.088
O	30.044	14.651	31.528	-0.011	-0.331	-0.324
O	53.024	13.545	29.61	0.192	-0.052	0.548
O	2.523	3.677	32.524	0.231	-0.409	-0.279
O	37.526	8.237	30.304	0.01	0.527	-0.438
O	26.801	1.083	27.989	0.108	-0.328	-0.205
O	36.927	15.682	33.179	0.117	0.205	0.206
O	34.024	5.055	31.293	0.434	0.031	0.212
O	38.794	6.494	0.315	0.275	-0.411	0.417
O	11.358	11.362	29.291	0.107	-0.097	0.136
O	52.91	3.752	29.16	-0.176	-0.323	-0.167
O	49.699	4.046	0.207	-0.12	-0.1	-0.493
O	35.081	7.047	29.802	-0.026	0.243	-0.316
O	21.96	9.493	31	-0.013	-0.481	-0.509
O	38.698	8.644	27.023	-0.331	0.34	0.129
O	53.688	13.148	27.128	-0.042	0.235	0.038
O	51.01	-0.301	24.576	0.159	-0.167	0.424
O	35.138	13.727	0.232	0.009	-0.043	0.386
O	48.816	13.65	28.416	-0.158	0.063	0.234
O	25.569	7.71	30.043	0.3	-0.228	-0.126
O	24.529	0.596	26.732	-0.481	0.201	-0.055
O	39.389	9.122	0.135	0.093	0.201	-0.415
O	33.918	4.255	0.164	0.569	-0.389	0.039
O	40.826	2.497	1.007	0.022	0.107	-0.503
O	34.951	8.746	24.886	0.28	0.175	0.027
O	16.823	5.134	27.381	0.03	0.098	-0.538
O	31.549	4.851	32.009	-0.39	-0.183	-0.418
O	37.03	13.164	32.319	0.18	-0.141	-0.378
O	42.097	15.012	25.514	-0.249	-0.253	-0.284
O	62.764	0.747	26.922	-0.416	-0.225	0.108
O	43.111	0.853	26.662	-0.033	0.353	-0.211
O	42.178	2.13	30.208	-0.281	0.122	-0.02
O	20.351	10.391	32.892	0.341	-0.251	-0.007
O	13.545	14.58	30.92	-0.498	-0.328	-0.19
O	52.384	4.792	31.478	0.127	-0.093	0.098
O	10.427	8.938	29.533	-0.538	0.237	-0.245
O	34.006	5.288	24.678	0.396	0.378	0.474
O	49.605	14.888	33.256	-0.233	-0.171	-0.056
O	39.574	6.929	31.531	0.437	-0.489	-0.261
O	1.702	1.829	30.011	-0.063	0.211	0.285
O	53.791	15.735	28.333	-0.27	0.12	-0.337
O	49.603	14.786	30.589	0.242	-0.413	0.115
O	52.309	-0.397	30.556	0.463	-0.261	0.253
O	49.926	5.576	32.094	-0.02	0.232	-0.238
O	56.071	14.409	28.716	-0.052	-0.395	-0.392
O	54.826	3.826	30.941	0.266	-0.289	0.016
O	21.085	1.194	26.496	0.373	0.126	-0.392
O	14.209	0.697	33.064	0.286	-0.382	-0.281
O	45.187	8.514	31.118	0.341	-0.014	0.303
O	47.708	-0.291	31.917	-0.051	0.252	-0.569
O	45.508	9.652	28.861	-0.639	0.267	-0.445
O	25.499	5.205	29.565	0.023	0.104	-0.549
O	55.727	1.31	0.445	-0.268	0	0.55
O	43.043	1.133	0.323	0.232	0.116	-0.125
O	58.112	8.448	28.974	-0.031	-0.35	-0.182
O	58.634	2.924	30.203	-0.672	-0.36	-0.067
O	56.785	12.717	30.581	0.169	-0.138	0.18
O	24.423	14.002	31.039	0.414	0.133	0.359
O	46.982	7.727	29.036	-0.11	-0.229	-0.588
O	51.574	7.278	30.997	-0.297	-0.229	-0.367
O	5.903	15.382	31.7	0.418	0.666	0.089
O	60.65	1.689	31.295	0.183	-0.424	0.079
O	17.513	4.21	24.263	-0.284	0.264	0.094
O	44.041	3.689	33.227	0.004	-0.097	-0.552
O	33.045	9.697	31.753	-0.186	0.231	-0.23
O	35.449	8.762	31.75	-0.096	-0.023	0.592
O	22.225	2.614	33.163	-0.072	0.126	-0.551
O	0.108	-0.027	31.222	0.228	-0.469	-0.04
O	63.669	1.286	24.446	0.199	0.062	0.232
O	58.278	7.043	0.215	0.376	0.124	-0.414
O	48.782	12.35	26.167	0.338	-0.533	0.324
O	61.054	4.204	26.587	0	0.352	0.143
O	60.723	9.535	0.08	0.17	-0.354	-0.182
O	59.033	9.643	31.167	0.222	-0.257	-0.298
O	54.236	5.192	27.398	-0.081	-0.213	-0.336
O	58.452	5.97	26.259	0.3	-0.145	0
O	23.859	-0.256	24.27	-0.076	0.307	-0.083
O	2.396	13.526	0.578	0.169	-0.308	0.355
O	-0.017	14.431	33.068	-0.016	-0.209	-0.497
O	2.78	11.766	23.662	0.256	-0.086	0.381
O	2.482	1.952	0.221	-0.085	-0.214	-0.084
O	3.364	6.136	33.197	0.38	0.025	-0.025
O	21.89	-0.245	28.565	0.359	0.06	0.605
O	1.955	12.22	31.32	-0.235	0.498	-0.22
O	29.526	8.077	30.156	0.17	-0.286	0.447
O	42.504	8.516	30.938	-0.243	-0.431	0.01
O	19.94	15.423	33.106	-0.129	-0.556	0.234
O	20.856	12.27	25.336	0.138	-0.551	-0.165
O	19.574	1.013	28.585	-0.21	-0.521	0.04
O	64.847	10.642	0.627	-0.181	-0.265	0.081
O	19.382	9.968	30.465	-0.373	0.181	0.085
O	6.735	8.937	30.527	-0.147	0.618	-0.22
O	10.028	6.737	0.019	-0.459	-0.417	-0.524
O	27.245	10.412	26.507	-0.004	0.2	-0.455
O	35.157	11.353	31.845	0.002	0.184	-0.151
O	16.967	1.602	24.052	0.313	-0.01	-0.107
O	20.778	0.586	31.174	0.357	0.071	-0.59
O	13.674	2.919	1.333	-0.389	0.189	0.553
O	2.033	5.669	30.988	-0.328	-0.069	0.044
O	7.249	-0.335	29.564	0.259	-0.041	0.091
O	27.673	13.914	27.041	0.119	0.253	0.039
O	15.399	10.431	32.796	0.072	-0.348	-0.286
O	10.697	10.523	31.707	0.414	0.066	0.192
O	56.644	10.16	30.161	-0.176	-0.09	-0.122
O	6.485	9.07	33.132	0.149	-0.042	-0.319
O	13.961	7.701	1.006	0.199	0.086	-0.467
O	63.155	8.266	26.292	0.336	0.059	0.367
O	40.044	8.929	29.94	-0.113	0.596	-0.166
O	52.504	7.005	0.121	-0.257	0.42	-0.111
O	33.988	0.864	29.539	-0.051	0	0.294
O	35.344	4.529	29.161	0.069	0.031	-0.566
O	28.122	11.806	28.559	0.184	-0.176	0.597
O	31.486	0.581	0.138	0.201	0.092	-0.059
O	20.631	13.727	28.933	0.201	-0.004	0.275
O	27.438	5.581	25.682	0.118	0.089	0.056
O	43.69	10.678	31.722	0.491	0.306	0.038
O	11.871	0.145	31.738	-0.041	-0.19	-0.419
O	21.233	5.235	0.703	-0.205	0.244	-0.276
O	15.583	14.953	29.403	0.245	-0.546	0.119
O	19.37	1.674	33.106	0.217	0.694	0.299
O	39.315	13.489	25.242	0.517	-0.041	0.274
O	41.358	-0.105	29.123	0.281	-0.688	0.073
O	29.351	6.001	32.743	-0.277	0.448	0.153
O	23.529	13.796	0.027	0.399	0.042	0.119
O	18.176	11.79	33.148	-0.337	-0.129	-0.087
O	28.563	15.1	24.754	0.291	-0.137	0.622
O	9.72	12.883	31.777	0.484	0.215	0.335
O	35.872	14.217	26.645	-0.424	-0.281	-0.189
O	55.493	13.687	25.417	0.246	-0.465	-0.331
O	36.713	4.812	0.066	-0.253	0.099	0.537
O	64.743	6.209	26.805	-0.441	-0.176	0.619
O	21.805	14.325	26.646	0.053	0.356	-0.191
O	18.794	6.789	28.1	0.102	-0.401	0.203
O	58.744	11.415	0.07	-0.123	-0.349	0.01
O	64.819	0.943	0.369	0.705	-0.058	-0.032
O	9.565	1.195	32.588	-0.008	0.27	-0.424
O	57.047	13.418	0.815	0.025	0.008	-0.589
O	2.703	9.928	30.372	0.6	0.042	0.092
O	54.95	11.188	31.806	-0.08	0.398	0.1
O	25.135	15.687	29.058	-0.072	0.151	-0.014
O	16.628	14.988	26.863	-0.629	-0.268	-0.19
O	63.018	15.416	31.892	-0.098	0.025	-0.508
O	57.096	10.719	23.747	0.057	0.073	0.156
O	32.338	14.219	32.667	-0.008	-0.674	-0.194
O	1.809	7.669	29.374	-0.396	0.298	-0.107
O	27.38	3.055	26.363	-0.237	-0.073	0.033
O	64.573	13.373	25.225	0.059	0.062	-0.008
O	43.69	5.911	31.664	0.139	0.431	0.318
O	21.218	4.974	29.32	-0.755	0.118	-0.097
O	38.263	2.764	33.14	0.513	0.064	-0.594
O	55.146	15.101	0.103	-0.067	-0.208	-0.431
O	36.547	6.34	31.78	0.245	-0.278	-0.227
O	18.101	14.393	28.908	0.073	0.152	0.054
O	7.763	4.613	28.811	-0.088	0.38	-0.323
O	42.876	6.048	0.605	0.47	-0.248	0.295
O	35.834	6.78	26.569	-0.086	-0.076	0.165
O	34.662	10.151	29.638	0.123	0.015	0.181
O	1.15	5.238	28.552	0.28	-0.427	0.18
O	26.029	15.226	25.486	-0.231	0.065	0.079
O	27.971	8.169	32.34	0.035	-0.635	-0.152
O	44.138	9.227	0.017	-0.52	0.083	-0.107
O	22.402	-0.025	33.188	0.275	-0.213	0.657
O	45.783	11.86	30.079	0.264	-0.217	0.517
O	8.297	3.231	0.412	0.028	-0.043	-0.196
O	61.232	2.047	25.153	-0.407	-0.162	-0.24
O	36.091	2.129	28.596	0.01	-0.038	-0.486
O	22.88	9.188	1.579	0.086	-0.192	0.087
O	51.593	2.518	1.02	0.081	0.176	-0.397
O	9.919	12.149	27.177	-0.084	-0.305	-0.328
O	46.084	2.496	1.108	0.178	0.04	-0.251
O	47.403	4.753	28.83	-0.393	0.148	-0.071
O	57.111	7.936	31.447	-0.091	-0.311	-0.461
O	48.703	9.141	32.636	0.019	-0.236	-0.16
O	55.925	-0.327	26.648	0.277	0.375	-0.09
O	51.712	13.601	0.875	-0.141	-0.216	-0.201
O	59.243	3.781	24.65	0.076	0.269	-0.185
O	53.264	0.683	0.095	-0.181	-0.279	-0.511
O	54.679	-0.051	31.39	-0.497	-0.227	-0.314
O	40.497	0.429	26.739	-0.468	0.104	-0.366
O	3.864	4.538	25.048	-0.388	-0.383	-0.35
O	50.475	9.663	30.734	0.222	0.342	-0.195
O	47.632	6.27	30.903	-0.195	0.163	0.536
O	6.647	1.339	27.738	0.212	-0.121	-0.769
O	57.064	15.327	30.969	0.294	-0.078	0.667
O	59.689	0.123	0.84	0.008	0.14	-0.498
O	61.688	4.974	29.086	-0.056	0.505	-0.215
O	27.626	4.934	31.106	0.134	0.325	-0.504
O	45.17	14.191	29.271	0.065	0.372	0.181
O	5.375	8.486	23.308	-0.122	-0.145	0.371
O	8.846	8.358	32.136	0.179	-0.166	0.06
O	62.635	7.81	0.938	0.146	-0.082	-0.228
O	7.766	2.229	29.96	0.448	-0.002	0.332
O	39.416	1.692	28.852	-0.412	-0.207	0.442
O	60.53	15.184	30.949	-0.315	0.195	0.292
O	60.576	13.741	26.163	0.126	0.055	0.016
O	5.134	10.213	26.202	-0.03	-0.092	-0.55
O	31.447	1.686	29.313	-0.173	-0.486	-0.178
O	8.662	6.048	24.151	-0.574	-0.23	-0.125
O	25.841	1.399	24.553	0.289	0.226	0.431
O	43.572	2.85	23.621	-0.269	0.139	0.357
O	14.668	9.126	28.381	-0.363	0.01	-0.216
O	43.944	0.641	29.128	0.342	0.014	0.317
O	62.326	6.377	31.225	-0.146	0.283	0.599
O	12.792	9.376	30.389	0.159	-0.223	0.019
O	13.165	14.606	0.139	-0.12	-0.144	0.015
O	-0.386	6.376	30.332	-0.212	-0.244	0.026
O	39.015	6.722	28.879	0.125	-0.603	0.014
O	56.552	3.717	0.328	0.46	0.449	-0.029
O	18.831	11.819	28.722	-0.01	0.01	-0.482
O	41.073	9.338	26.128	0.403	0.609	-0.424
O	12.019	6.973	28.631	0.235	0.254	-0.164
O	62.129	13.106	31.136	0.36	-0.002	-0.385
O	63.854	10.623	28.835	-0.322	-0.066	-0.057
O	2.063	6.074	26.224	0.311	0.303	0.136
O	24.568	10.094	30.582	0.083	0.175	-0.142
O	49.477	6.851	28.924	0.256	0.18	0.477
O	6.505	4.824	33.074	0.176	0.51	0.072
O	44.518	6.891	29.259	-0.254	-0.014	-0.432
O	19.571	9.369	27.894	0.086	0.16	-0.478
O	0.496	14.72	27.072	-0.074	0.113	0.176
O	27.18	13.809	1.275	-0.16	-0.246	-0.505
O	15.269	14.581	32.956	0.015	0.36	-0.093
O	4.687	0.276	0.256	0.333	-0.125	0.102
O	34.996	0.257	27.154	-0.647	0.202	0.079
O	6.194	7.29	28.567	0.45	0.014	0.096
O	52.629	2.196	31.281	0.244	-0.086	0.181
O	53.029	9.39	31.579	-0.08	-0.317	0.054
O	1.946	-0.204	28.663	-0.064	-0.135	0.753
O	24.775	10.099	25.782	-0.108	-0.288	-0.091
O	28.142	14.222	29.735	0.176	0.654	0
O	32.104	0.007	31.108	0.353	-0.1	-0.379
O	41.365	11.961	32.168	-0.611	0.073	-0.402
O	36.365	-0.317	29.407	-0.275	0.119	0.187
O	45.368	4.439	25.921	-0.573	0.118	0.563
O	52.373	11.274	28.274	-0.617	0.251	-0.067
O	4.304	7.813	30.339	-0.243	-0.166	0.537
O	42.736	-0.328	31.262	-0.019	-0.204	-0.301
O	64.302	1.461	29.394	-0.404	0.084	0.113
O	38.868	15.548	28.49	0.06	-0.464	-0.163

Results
total energy: -397826.339 eV
total energy less fixed offsets of O -438.35, Si -107.03 eV per atom: 19.461 eV
